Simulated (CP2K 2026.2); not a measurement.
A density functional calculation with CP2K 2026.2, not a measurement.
Periodic cell of 2016 atoms, Si1440O576, from a study of silicon, its oxide and their interface. The atomic structure is a simulated model.
Doubt: the forces sum to 5.84 eV/angstrom along one axis rather than to zero, so they err by at least 0.0029 eV/angstrom per atom on average; the grid cutoff is modest.

Settings
functional: PBE
method: Gaussian and plane waves
basis set: DZVP-MOLOPT-SR-GTH
pseudopotentials: GTH-PBE
grid cutoff: 350 Ry, relative cutoff 50 Ry
k points: Gamma only
occupations: fixed
spin: none
net charge: 0

Cell vectors (angstrom)
a	65.28	0	0
b	0	16.32	0
c	0.2917	0.4357	33.3991

Atoms and the computed forces on them: element, x, y, z (angstrom), force x, y, z (eV/angstrom)
Si	1.136	14.985	0.397	0.482	-0.028	0.675
Si	4.09	1.544	0.1	0.168	-0.205	0.742
Si	2.112	4.211	33.37	-0.227	0.234	0.699
Si	4.372	6.576	0.169	-0.027	0.15	0.737
Si	0.845	10.037	0.116	0.116	-0.032	0.683
Si	4.317	12.098	0.39	-0.123	0.077	0.766
Si	7.065	14.637	0.494	0.033	0.114	0.806
Si	9.962	0.681	0.106	-0.13	0.393	0.762
Si	6.686	4.467	0.161	0.093	-0.12	0.705
Si	9.805	6.983	0.123	0.004	-0.223	0.69
Si	6.55	9.902	0.075	0.292	-0.238	0.723
Si	9.438	12.69	0.404	-0.033	-0.34	0.655
Si	12.267	15.042	0.659	-0.021	-0.015	0.648
Si	14.91	1.44	0.53	-0.003	0.078	0.551
Si	12.678	3.548	0.019	-0.08	0.231	0.867
Si	15.733	6.344	0.089	-0.39	-0.007	0.77
Si	12.522	9.638	0.17	-0.172	0.124	0.708
Si	14.547	13.038	0.153	0.111	-0.275	0.748
Si	17.022	15.527	0.136	0.297	-0.005	0.787
Si	20.026	1.959	0.148	-0.025	-0.216	0.686
Si	17.793	4.08	0.539	-0.019	-0.04	0.523
Si	20.085	6.926	0.248	0.265	-0.045	0.644
Si	18.37	9.796	33.391	-0.38	0.121	0.662
Si	20.398	11.925	0.056	-0.263	0.396	0.637
Si	22.902	14.844	0.236	-0.107	0.243	0.496
Si	25.525	1.512	0.147	0.138	-0.159	0.753
Si	23.445	3.856	0.166	-0.319	0.107	0.776
Si	25.742	6.448	0.251	0.007	0.172	0.602
Si	22.764	9.759	0.11	0.337	-0.23	0.734
Si	25.38	12.739	0.103	0.223	-0.361	0.567
Si	28.733	14.558	0.245	-0.015	0.123	0.748
Si	31.51	0.944	0.178	-0.127	0.053	0.762
Si	28.35	4.778	33.335	0.183	-0.154	0.752
Si	30.868	6.942	0.129	0.161	-0.055	0.838
Si	28.862	9.52	33.388	-0.149	0.28	0.756
Si	31.199	12.774	33.277	0.232	-0.259	0.759
Si	33.683	15.058	0.155	0.069	-0.034	0.747
Si	36.417	1.583	0.013	0.153	-0.176	0.766
Si	34.149	3.717	0.124	-0.033	0.119	0.804
Si	36.868	6.426	0.006	-0.4	0.414	0.688
Si	34.354	9.911	33.37	-0.255	-0.029	0.768
Si	37.158	12.368	33.354	-0.162	0.238	0.726
Si	39.818	15.193	33.282	-0.149	0.209	0.764
Si	42.159	1.34	0.006	-0.018	-0.089	0.725
Si	39.221	4.28	0.008	0.33	-0.456	0.643
Si	42.285	6.478	0.073	0.012	0.175	0.698
Si	39.359	10.08	33.396	0.231	-0.099	0.687
Si	42.026	12.893	33.015	0.264	-0.262	0.728
Si	45.384	15.076	33.017	-0.198	0.315	0.782
Si	48.221	1.632	33.048	-0.23	0.248	0.735
Si	44.568	4.34	0.048	0.102	-0.123	0.754
Si	47.326	7.028	0.261	0.065	-0.111	0.728
Si	45.411	9.617	33.301	-0.251	0.247	0.707
Si	47.659	12.855	33.145	0.262	-0.181	0.799
Si	50.408	15.631	33.196	0.183	-0.154	0.757
Si	53.002	2.285	33.27	0.215	-0.227	0.725
Si	50.923	4.673	33.33	-0.374	0.239	0.753
Si	53.312	7.653	33.043	-0.007	-0.147	0.687
Si	50.28	9.172	0.133	0.009	0.047	0.602
Si	53.058	12.14	0.147	-0.171	0.11	0.556
Si	56.058	15.627	33.391	0.276	-0.386	0.589
Si	58.472	1.473	0.186	0.015	-0.071	0.596
Si	56.49	4.044	33.057	-0.206	0.386	0.607
Si	58.642	7.134	0.288	0.018	-0.359	0.662
Si	56.416	9.285	0.049	-0.342	0.18	0.684
Si	58.706	12.258	0.188	0.21	-0.094	0.643
Si	61.963	14.632	0.121	-0.222	0.036	0.633
Si	64.451	1.104	0.224	-0.37	0.187	0.761
Si	61.093	4.01	0.069	0.004	0.264	0.539
Si	63.665	7.119	0.371	0.251	-0.237	0.671
Si	61.425	9.381	0.624	-0.152	0.317	0.655
Si	64.013	12.328	0.5	-0.053	0.028	0.492
Si	2.912	16.23	1.364	-0.012	0.024	0.08
Si	5.57	2.799	1.429	0.074	-0.015	0.07
Si	2.798	5.411	1.399	-0.002	-0.032	0.048
Si	5.485	8.245	1.383	0.055	0.01	0.059
Si	2.625	10.919	1.462	0.075	-0.041	0.049
Si	5.517	13.524	1.766	0.037	-0.045	0.018
Si	8.272	16.284	1.615	0.084	-0.028	-0.075
Si	10.923	2.599	1.321	0.05	-0.086	-0.068
Si	8.285	5.636	1.404	0.133	-0.058	0.015
Si	11.147	8.245	1.524	0.106	-0.02	-0.052
Si	8.234	10.928	1.431	0.099	-0.05	-0.008
Si	10.85	13.727	1.909	0.107	-0.071	-0.026
Si	13.582	0.136	1.909	0.09	-0.081	-0.059
Si	16.333	2.776	1.776	0.008	-0.042	-0.068
Si	13.793	5.361	1.235	0.025	-0.021	-0.146
Si	16.459	8.201	1.382	0.031	0.044	-0.065
Si	13.63	11.212	1.45	0.138	-0.075	-0.07
Si	16.152	13.914	1.626	0.052	-0.075	-0.114
Si	18.891	0.18	1.301	0.014	-0.048	-0.138
Si	21.719	2.864	1.477	0.007	0.084	-0.071
Si	19.069	5.528	1.799	-0.018	-0.032	-0.065
Si	21.774	8.072	1.427	-0.109	0.077	-0.054
Si	18.969	10.879	1.545	-0.034	-0.037	-0.044
Si	21.495	13.532	1.462	-0.128	0.001	-0.051
Si	24.329	16.292	1.446	-0.07	0.136	-0.054
Si	27.159	2.649	1.382	-0.066	0.124	-0.073
Si	24.496	5.227	1.728	-0.108	0.098	-0.034
Si	27.033	8.036	1.403	-0.069	0.097	-0.092
Si	24.426	10.898	1.324	-0.078	0.127	-0.06
Si	27.103	13.502	1.513	-0.052	0.067	-0.077
Si	29.92	16.142	1.48	-0.027	0.104	-0.128
Si	32.592	2.573	1.443	0.007	0.074	-0.112
Si	29.73	5.32	1.356	-0.036	0.068	-0.099
Si	32.546	8.142	1.268	0.029	0.075	-0.096
Si	29.783	10.73	1.236	-0.067	0.099	-0.118
Si	32.486	13.438	1.33	-0.037	0.026	-0.099
Si	35.286	16.285	1.336	0.031	0.032	-0.104
Si	38.024	2.694	1.302	0.005	0.001	-0.027
Si	35.27	5.355	1.362	0.057	-0.007	-0.083
Si	37.944	8.085	1.297	-0.007	-0.095	-0.018
Si	35.292	10.864	1.357	0.084	-0.009	-0.111
Si	37.977	13.591	1.209	0.02	-0.046	-0.047
Si	40.688	16.324	1.231	-0.008	-0.076	-0.031
Si	43.589	2.634	1.315	-0.083	0.022	-0.052
Si	40.781	5.337	1.387	-0.076	-0.046	0.013
Si	43.486	8.13	1.23	-0.015	-0.011	-0.046
Si	40.751	10.857	1.1	-0.008	-0.005	-0.015
Si	43.44	13.556	0.95	-0.042	-0.007	0.006
Si	46.276	16.314	0.929	-0.044	-0.044	-0.06
Si	48.982	2.865	1.036	-0.011	-0.027	-0.091
Si	46.142	5.418	1.388	-0.047	0.003	-0.021
Si	48.802	8.22	1.605	0.023	-0.066	-0.053
Si	46.211	10.878	1.135	-0.054	0.039	-0.073
Si	48.996	13.547	1.088	-0.108	0.028	-0.072
Si	51.686	0.093	1.118	0.006	0	-0.151
Si	54.473	2.806	1.149	0.027	-0.05	-0.089
Si	51.818	5.748	1.261	0.075	0.063	-0.119
Si	54.647	8.143	1.157	-0.01	0.047	-0.214
Si	51.706	10.67	1.357	-0.082	-0.045	-0.096
Si	54.434	13.684	1.287	0.053	-0.009	-0.059
Si	57.22	16.304	1.437	-0.044	-0.041	-0.005
Si	59.864	2.734	1.542	0.018	-0.129	0.002
Si	57.29	5.348	1.086	0.032	0.005	-0.109
Si	59.901	8.211	1.899	-0.026	-0.029	-0.009
Si	57.403	10.815	1.51	0.024	0.059	-0.146
Si	60.102	13.702	1.387	0.038	0.013	-0.121
Si	62.804	16.321	1.485	0.001	0.041	0.044
Si	0.201	2.795	1.394	0.043	0.016	0.075
Si	62.487	5.428	1.419	-0.01	-0.1	0.002
Si	0.038	8.292	1.493	0.055	-0.023	0.047
Si	62.596	11.008	1.732	-0.007	-0.059	0.035
Si	0.047	13.627	1.878	-0.004	-0.026	0.079
Si	1.542	1.361	2.746	0.017	-0.034	0.185
Si	4.167	4.108	2.815	0.045	0.001	0.142
Si	1.442	6.842	2.723	0.025	-0.021	0.127
Si	4.046	9.517	2.774	0.061	0.006	0.129
Si	1.485	12.245	3.011	0.053	-0.015	0.18
Si	4.172	15.01	2.915	0.014	0.01	0.141
Si	6.906	1.449	2.821	0.052	-0.042	0.064
Si	9.596	4.114	2.679	0.142	-0.059	0.017
Si	6.89	6.943	2.791	0.048	-0.033	0.082
Si	9.615	9.566	2.798	0.123	-0.024	0.022
Si	6.912	12.156	2.993	0.128	-0.039	0.126
Si	9.485	15.062	3.181	0.059	-0.047	0.078
Si	12.131	1.504	3.047	0.02	-0.064	0.02
Si	14.942	4.196	2.957	-0.009	-0.03	-0.006
Si	12.465	6.771	2.74	0.126	-0.154	0.018
Si	15.016	9.642	2.697	0.014	-0.066	-0.017
Si	12.27	12.302	3.037	0.128	-0.073	0.019
Si	14.931	15.088	3.193	0.054	-0.061	0.011
Si	17.718	1.377	2.984	-0.005	-0.071	0.006
Si	20.499	4.156	3.004	-0.06	-0.004	0.041
Si	17.679	6.953	2.996	-0.016	-0.001	0
Si	20.419	9.495	2.854	-0.077	-0.005	-0.051
Si	17.58	12.353	2.793	-0.046	-0.017	-0.055
Si	20.21	15.027	2.728	-0.076	0.076	-0.037
Si	23.026	1.366	2.818	-0.106	0.065	-0.002
Si	25.899	3.886	2.967	-0.047	0.088	-0.027
Si	23.108	6.736	2.865	-0.117	0.063	-0.007
Si	25.753	9.489	2.729	-0.111	0.124	-0.056
Si	23.034	12.215	2.764	-0.109	0.044	0.005
Si	25.764	14.943	2.805	-0.107	0.155	-0.021
Si	28.534	1.263	2.727	-0.067	0.081	-0.041
Si	31.158	3.968	2.689	0.028	0.1	-0.062
Si	28.438	6.685	2.782	-0.056	0.111	-0.032
Si	31.203	9.473	2.675	-0.026	0.075	-0.056
Si	28.457	12.034	2.741	0.012	0.103	-0.006
Si	31.231	14.772	2.823	0.046	0.076	0.007
Si	33.963	1.259	2.8	0.027	0.016	0.009
Si	36.684	4.045	2.715	0.011	-0.037	0.008
Si	33.88	6.746	2.646	0.024	0.026	-0.031
Si	36.621	9.447	2.678	0.052	-0.008	0.052
Si	33.904	12.174	2.695	-0.008	0.027	-0.011
Si	36.648	14.905	2.636	0.046	-0.009	-0.013
Si	39.35	1.306	2.638	0.007	-0.029	0.019
Si	42.151	3.954	2.668	-0.005	-0.024	0.095
Si	39.395	6.781	2.643	-0.009	-0.043	0.048
Si	42.116	9.536	2.514	-0.055	-0.029	0.011
Si	39.395	12.212	2.528	0.015	-0.047	0.055
Si	42.164	14.932	2.451	-0.037	-0.026	0.036
Si	45.014	1.271	2.515	-0.023	-0.053	0.015
Si	47.623	4.047	2.562	-0.015	0.04	-0.01
Si	44.806	6.818	2.691	-0.087	0.004	0.071
Si	47.476	9.675	2.745	-0.118	0.052	0.002
Si	44.785	12.236	2.429	-0.058	0.003	0.047
Si	47.604	14.955	2.415	-0.043	0.041	0.05
Si	50.307	1.457	2.477	-0.046	0.011	0.026
Si	53.167	4.245	2.548	-0.034	0.011	-0.059
Si	50.352	6.86	2.727	-0.016	-0.05	-0.028
Si	53.227	9.45	2.632	-0.016	-0.094	-0.072
Si	50.318	12.187	2.543	-0.053	0.024	-0.072
Si	53.049	15.078	2.571	-0.092	-0.015	-0.061
Si	55.744	1.408	2.632	0.038	0.029	-0.026
Si	58.481	4.132	2.752	-0.013	0.004	0.001
Si	55.913	6.727	2.548	-0.01	-0.028	-0.016
Si	58.547	9.596	3.09	-0.004	0.026	0.098
Si	55.866	12.284	2.618	0.044	-0.018	-0.018
Si	58.648	15.002	2.739	0.018	-0.083	0.034
Si	61.327	1.356	2.745	0.006	-0.064	0.085
Si	63.991	4.105	2.695	-0.004	0.006	0.13
Si	61.283	6.731	2.974	0.069	-0.079	0.114
Si	63.988	9.565	2.958	-0.011	-0.064	0.162
Si	61.223	12.376	2.966	-0.013	-0.027	0.082
Si	63.984	15.068	3.061	0.014	0.013	0.14
Si	0.167	0.104	4.243	0.042	0.008	-0.031
Si	2.834	2.728	4.177	0.026	-0.017	-0.035
Si	0.059	5.481	4.086	-0.034	0.014	-0.021
Si	2.781	8.137	4.179	-0.01	0.03	-0.011
Si	0.086	10.892	4.314	-0.018	0.013	-0.033
Si	2.839	13.649	4.299	-0.005	-0.012	-0.002
Si	5.552	0.07	4.22	0.039	-0.008	-0.025
Si	8.266	2.808	4.174	0.033	-0.005	-0.017
Si	5.54	5.513	4.138	-0.004	-0.007	-0.003
Si	8.262	8.224	4.197	-0.023	0.008	0.005
Si	5.46	10.818	4.231	-0.022	-0.02	-0.057
Si	8.178	13.574	4.395	0	-0.009	-0.016
Si	10.891	0.096	4.442	0.016	-0.007	0.013
Si	13.594	2.83	4.33	0.025	-0.01	-0.023
Si	11.003	5.447	4.097	0.015	-0.002	-0.035
Si	13.726	8.208	4.138	0.001	0.016	-0.029
Si	10.922	10.872	4.284	-0.027	-0.021	-0.005
Si	13.602	13.638	4.429	-0.021	0.029	0.001
Si	16.382	0.083	4.426	0.003	0.011	-0.011
Si	19.09	2.761	4.297	0.002	-0.011	-0.046
Si	16.328	5.536	4.306	-0.033	0.025	-0.016
Si	19.081	8.233	4.321	0.064	-0.008	0.017
Si	16.318	10.937	4.193	-0.016	0.005	-0.004
Si	18.956	13.67	4.191	0.016	-0.008	0.004
Si	21.648	16.314	4.148	-0.006	0.006	-0.038
Si	24.417	2.628	4.254	-0.009	0.04	-0.021
Si	21.797	5.493	4.354	0	0.025	0.015
Si	24.435	8.157	4.165	0.018	-0.004	0.007
Si	21.744	10.881	4.206	0.029	-0.014	-0.02
Si	24.388	13.581	4.144	-0.005	-0.017	-0.024
Si	27.139	16.292	4.138	-0.031	0.035	-0.008
Si	29.856	2.635	4.111	-0.021	-0.006	-0.006
Si	27.165	5.372	4.242	-0.02	0.008	-0.009
Si	29.844	8.099	4.059	-0.033	0.005	-0.038
Si	27.105	10.777	4.153	0.014	0	0.016
Si	29.804	13.452	4.114	-0.017	0.008	-0.043
Si	32.595	16.199	4.124	-0.016	-0.002	-0.024
Si	35.332	2.672	4.078	0.003	-0.011	-0.012
Si	32.536	5.374	4.017	-0.01	0.006	-0.015
Si	35.259	8.09	4.026	0.013	0.003	-0.027
Si	32.557	10.817	4.062	-0.033	-0.009	-0.016
Si	35.292	13.552	4.012	-0.005	0.003	-0.011
Si	38.016	16.257	3.994	-0.005	0.011	0.005
Si	40.752	2.635	3.995	-0.01	0.029	0.001
Si	38.056	5.417	4.029	-0.004	0.012	-0.028
Si	40.778	8.17	3.932	0.004	-0.011	-0.029
Si	38.051	10.841	3.942	-0.002	0.016	-0.024
Si	40.791	13.581	3.865	-0.024	0.011	-0.038
Si	43.542	16.275	3.841	-0.021	0.004	-0.003
Si	46.286	2.671	3.918	-0.022	0.02	0.017
Si	43.467	5.399	3.996	0.026	-0.006	-0.009
Si	46.166	8.201	4.017	-0.011	-0.025	0.016
Si	43.479	10.888	3.876	0.022	0.005	0
Si	46.197	13.611	3.798	0.008	0.011	-0.064
Si	48.95	16.348	3.825	0	0.003	-0.052
Si	51.721	2.805	3.844	0.003	-0.035	-0.067
Si	48.969	5.417	3.959	-0.02	0.056	-0.027
Si	51.765	8.201	4.02	0.01	0.022	-0.001
Si	48.942	10.969	4.007	0.02	-0.006	0.025
Si	51.677	13.627	3.866	0.073	-0.009	-0.006
Si	54.387	0.063	3.992	0.038	-0.024	0.013
Si	57.105	2.744	4.041	-0.009	-0.016	-0.006
Si	54.503	5.49	3.996	0.009	0.028	-0.008
Si	57.109	8.108	4.12	-0.022	-0.065	-0.042
Si	54.485	10.915	3.979	0.074	-0.06	-0.011
Si	57.209	13.629	4.029	-0.02	-0.008	-0.012
Si	59.94	16.369	4.129	0.013	0.012	0.018
Si	62.673	2.732	4.106	0.02	0.002	-0.03
Si	59.841	5.407	4.205	-0.009	-0.012	0
Si	62.645	8.154	4.261	-0.027	0.058	0.003
Si	59.912	10.99	4.324	0.021	0.02	0.02
Si	62.607	13.676	4.326	-0.017	0.019	-0.006
Si	1.27	14.98	16.342	0	0.007	-0.013
Si	4.036	1.39	16.373	0.004	0.008	0.023
Si	1.25	4.122	16.357	-0.009	-0.001	0.001
Si	4.064	6.87	16.389	0.002	0.011	0.019
Si	1.335	9.514	16.282	0.027	-0.006	0.006
Si	4.049	12.268	16.388	-0.01	0.017	0.014
Si	6.853	14.975	16.436	-0.011	0.019	-0.002
Si	9.54	1.382	16.511	-0.013	0.01	-0.004
Si	6.836	4.131	16.446	0.001	-0.02	0.001
Si	9.597	6.875	16.528	0.002	0.019	0.016
Si	6.824	9.579	16.443	-0.008	0.019	0.008
Si	9.562	12.262	16.548	0.01	0.009	0.002
Si	12.26	14.961	16.579	-0.026	0.016	0.004
Si	14.999	1.378	16.592	-0.017	0.021	0.007
Si	12.297	4.108	16.556	-0.003	-0.002	0
Si	15.036	6.827	16.578	0.001	-0.002	-0.001
Si	12.287	9.543	16.632	-0.003	0	0.006
Si	14.993	12.222	16.658	0.013	-0.008	0.019
Si	17.764	14.961	16.586	-0.007	-0.001	-0.013
Si	20.479	1.345	16.576	-0.014	-0.01	0.014
Si	17.771	4.075	16.616	0.003	0.015	-0.002
Si	20.529	6.767	16.569	0.009	-0.027	0
Si	17.771	9.556	16.612	0.011	0.011	0.003
Si	20.527	12.236	16.623	-0.01	0.008	0.014
Si	23.179	14.92	16.531	0	-0.022	0.018
Si	25.954	1.352	16.401	0.003	-0.01	0.006
Si	23.252	4.083	16.517	0.028	-0.008	0.018
Si	25.96	6.835	16.451	-0.001	-0.009	0.014
Si	23.269	9.518	16.561	0.016	0.003	0.014
Si	25.92	12.201	16.404	-0.001	-0.016	-0.001
Si	28.642	14.984	16.304	-0.009	0.034	-0.005
Si	31.407	1.377	16.235	-0.001	0.006	-0.007
Si	28.734	4.139	16.327	-0.005	0.003	0.022
Si	31.428	6.736	16.308	-0.012	0.005	0.011
Si	28.668	9.489	16.301	-0.025	0.008	-0.002
Si	31.397	12.198	16.192	-0.002	0.002	-0.019
Si	34.104	14.91	16.199	0.008	-0.006	0.011
Si	36.767	1.297	16.257	0.01	-0.007	0.015
Si	34.096	4.045	16.311	0	-0.003	0.023
Si	36.82	6.739	16.205	-0.013	0.009	0.002
Si	34.098	9.485	16.212	-0.029	0.004	0.008
Si	36.795	12.168	16.224	-0.011	0.006	0.004
Si	39.44	14.9	16.204	-0.014	-0.011	0.014
Si	42.153	1.32	16.217	0.013	-0.016	0.024
Si	39.501	4.011	16.259	-0.005	0.012	0.023
Si	42.147	6.749	16.254	-0.012	0.001	0.018
Si	39.43	9.441	16.251	-0.032	0.016	0.007
Si	42.154	12.206	16.195	-0.001	0.018	0.018
Si	44.82	14.925	16.199	-0.003	-0.021	0.025
Si	47.555	1.353	16.139	0.017	-0.001	0.014
Si	44.83	4.082	16.174	0.007	0.004	0.011
Si	47.503	6.813	16.152	0.004	-0.009	-0.004
Si	44.816	9.469	16.211	0.006	-0.019	0.019
Si	47.475	12.204	16.154	-0.021	-0.013	0.02
Si	50.248	14.972	16.113	0.007	0.002	0.006
Si	52.949	1.412	16.154	0.004	0.01	0.009
Si	50.293	4.102	16.158	0.02	-0.015	0.011
Si	52.98	6.795	16.188	0.022	0.002	0.017
Si	50.197	9.504	16.119	0.009	-0.022	0.004
Si	52.944	12.261	16.149	0	-0.013	0.016
Si	55.653	15.031	16.172	-0.003	0.004	0.017
Si	58.397	1.471	16.293	0.003	-0.019	0.015
Si	55.713	4.149	16.274	0.037	-0.007	0.031
Si	58.391	6.821	16.256	0.017	-0.005	0.01
Si	55.644	9.528	16.184	-0.002	-0.003	0.013
Si	58.359	12.281	16.16	-0.015	-0.003	-0.005
Si	61.08	15.067	16.216	0.01	0.018	0.004
Si	63.794	1.405	16.349	0.024	-0.008	0.01
Si	61.114	4.131	16.318	-0.009	0.01	0.019
Si	63.85	6.817	16.327	0.006	-0.01	0.007
Si	61.108	9.558	16.246	-0.016	0.025	-0.014
Si	63.844	12.292	16.226	0.005	-0.006	0.013
Si	2.613	16.355	17.681	0.028	0.008	-0.002
Si	5.444	2.722	17.705	0.011	-0.024	0
Si	2.596	5.536	17.651	-0.008	0.027	0.021
Si	5.44	8.231	17.762	-0.004	-0.012	0.012
Si	2.649	10.86	17.668	-0.01	0.002	0.013
Si	5.468	13.6	17.721	-0.022	-0.033	0.004
Si	8.195	16.306	17.859	0.001	-0.017	0.022
Si	10.868	2.772	17.872	0.029	-0.007	0.018
Si	8.185	5.532	17.81	0.005	-0.017	-0.004
Si	10.939	8.175	18.011	-0.024	-0.014	0.017
Si	8.199	10.868	17.865	-0.004	-0.023	0.033
Si	10.884	13.619	17.967	-0.015	0.008	-0.008
Si	13.581	16.358	17.931	-0.013	0	0.004
Si	16.378	2.715	17.972	-0.001	0.006	0.01
Si	13.67	5.464	17.926	-0.003	-0.013	-0.002
Si	16.374	8.209	17.947	-0.017	-0.021	-0.001
Si	13.616	10.863	18.077	-0.007	-0.008	0.037
Si	16.383	13.625	17.949	0.028	0.02	0.01
Si	19.135	16.292	17.975	0.021	-0.013	0.018
Si	21.897	2.707	17.883	0.001	0.009	0.005
Si	19.207	5.392	17.971	-0.001	-0.042	0.026
Si	21.935	8.111	17.906	0.012	-0.01	0.003
Si	19.184	10.868	18.001	-0.011	-0.013	0.014
Si	21.913	13.555	18.035	0.029	0.011	0.024
Si	24.575	16.33	17.777	0.007	0.013	-0.02
Si	27.431	2.722	17.631	-0.017	-0.037	-0.036
Si	24.676	5.439	17.847	0.007	0.016	0.003
Si	27.35	8.221	17.774	0.017	0.036	-0.015
Si	24.677	10.875	17.926	0.009	0.002	0.019
Si	27.316	13.586	17.648	-0.007	-0.003	0.018
Si	30.034	16.394	17.578	-0.027	0.031	0.038
Si	32.745	2.669	17.678	-0.028	0	0.011
Si	30.11	5.441	17.763	-0.001	-0.039	0.071
Si	32.806	8.123	17.6	0.034	0.012	0.028
Si	30.087	10.839	17.561	-0.008	-0.012	-0.011
Si	32.82	13.478	17.52	-0.007	-0.029	0.027
Si	35.381	16.275	17.62	-0.023	-0.037	-0.011
Si	38.171	2.611	17.608	-0.015	0.008	0.024
Si	35.516	5.415	17.606	0.011	-0.006	0.024
Si	38.121	8.034	17.659	0.002	0.012	0.001
Si	35.491	10.766	17.587	0.015	0.008	0.027
Si	38.072	13.578	17.596	0.015	0.013	0.026
Si	40.838	16.203	17.554	-0.008	-0.008	-0.001
Si	43.49	2.73	17.55	-0.014	-0.002	0.001
Si	40.836	5.372	17.662	0.013	-0.018	0.004
Si	43.489	8.113	17.626	0.026	0.01	0.052
Si	40.793	10.845	17.532	-0.007	-0.018	-0.004
Si	43.474	13.563	17.606	-0.02	0.039	-0.005
Si	46.18	16.33	17.497	0.01	-0.003	0.01
Si	48.957	2.695	17.465	0.004	-0.018	-0.016
Si	46.158	5.466	17.528	-0.035	0.048	0.034
Si	48.803	8.207	17.51	0.005	0.024	-0.006
Si	46.133	10.846	17.577	0.019	0.032	0.002
Si	48.859	13.601	17.409	0.031	0.02	0.003
Si	51.579	16.356	17.476	-0.011	-0.009	-0.016
Si	54.259	2.803	17.529	-0.044	-0.026	0.013
Si	51.609	5.476	17.562	0.006	-0.02	0.034
Si	54.343	8.124	17.568	0.013	0.001	0.013
Si	51.573	10.846	17.435	-0.01	0.018	0.015
Si	54.265	13.678	17.494	0.024	0.012	0.012
Si	56.976	16.409	17.551	-0.002	0.049	-0.002
Si	59.704	2.871	17.719	-0.014	0.009	0.019
Si	57.069	5.508	17.705	0.002	-0.003	0.021
Si	59.752	8.18	17.585	-0.003	-0.003	0.017
Si	56.957	10.953	17.491	0.014	0.028	0.012
Si	59.679	13.695	17.471	-0.032	-0.005	-0.009
Si	62.369	16.388	17.677	-0.004	0.001	0.045
Si	65.126	2.78	17.721	-0.026	-0.02	0
Si	62.498	5.44	17.698	0.039	-0.003	-0.005
Si	65.226	8.197	17.636	-0.002	-0.031	0.033
Si	62.441	10.98	17.55	0.019	-0.001	-0.006
Si	65.149	13.609	17.654	-0.038	0.036	0.035
Si	1.144	1.336	19.013	-0.061	0.01	-0.006
Si	3.998	4.144	18.864	-0.041	0.04	-0.072
Si	1.219	6.838	19.091	-0.031	0.026	-0.069
Si	4.029	9.571	19.077	-0.031	0.05	-0.029
Si	1.205	12.173	18.97	-0.054	0.027	-0.089
Si	4.053	14.998	18.942	0.004	0.063	-0.086
Si	6.786	1.364	19.119	-0.062	0.041	-0.076
Si	9.546	4.216	19.192	0.082	-0.008	-0.081
Si	6.829	6.914	19.138	0.01	0.057	-0.079
Si	9.507	9.525	19.349	0.023	-0.019	-0.118
Si	6.792	12.234	19.144	-0.005	0.008	-0.091
Si	9.503	14.962	19.346	0.035	0.01	-0.04
Si	12.134	1.369	19.274	0.065	-0.05	-0.089
Si	15.01	4.114	19.31	0.037	-0.012	-0.046
Si	12.356	6.786	19.364	0.048	-0.007	-0.056
Si	14.986	9.435	19.446	0.05	-0.061	0.003
Si	12.189	12.264	19.399	0.084	-0.074	-0.037
Si	14.972	15.003	19.266	0.064	-0.018	-0.056
Si	17.722	1.307	19.327	-0.004	-0.002	0.028
Si	20.576	3.968	19.363	-0.023	0.025	0.027
Si	17.834	6.867	19.196	0.08	0.025	-0.032
Si	20.62	9.454	19.318	-0.035	0.046	0.046
Si	17.77	12.268	19.307	0.033	0.017	-0.018
Si	20.527	14.957	19.379	-0.023	0.034	0.037
Si	23.295	1.375	19.224	-0.065	0.054	0.054
Si	26.215	4.089	19.039	-0.092	0.023	0.014
Si	23.327	6.765	19.272	-0.088	0.032	0.062
Si	26.122	9.575	19.302	-0.071	0.063	0.021
Si	23.366	12.18	19.403	-0.11	0.042	0.061
Si	25.987	14.959	19.015	-0.109	0.032	-0.005
Si	28.828	1.513	19.058	-0.042	0.084	-0.024
Si	31.451	3.999	19.129	-0.117	0.058	-0.054
Si	28.81	6.95	19.068	-0.083	0.089	-0.017
Si	31.46	9.512	18.92	-0.084	0.04	-0.073
Si	28.742	12.2	18.883	-0.112	0	-0.069
Si	31.441	14.931	18.685	-0.051	0.047	-0.128
Si	34.065	1.29	19.058	-0.016	0.019	-0.039
Si	36.849	4.009	18.947	0.005	0.023	-0.062
Si	34.235	6.842	18.969	0.01	0.072	-0.072
Si	36.744	9.363	19.028	-0.07	0.009	-0.047
Si	34.167	12.117	18.939	-0.024	0.032	-0.071
Si	36.643	14.87	18.992	-0.016	0.017	-0.033
Si	39.487	1.157	18.938	-0.031	0.029	0.031
Si	42.189	4.01	19.042	0.033	0.065	0.087
Si	39.473	6.685	19.062	-0.012	0.038	0.019
Si	42.079	9.489	18.938	-0.015	0.056	0.068
Si	39.482	12.229	18.887	0.025	0.087	0.01
Si	42.139	14.903	19.024	-0.006	0.038	0.087
Si	44.842	1.378	18.87	0	0.018	0.101
Si	47.602	4.086	18.725	0.048	-0.037	0.084
Si	44.83	6.746	19.031	-0.014	0.015	0.114
Si	47.45	9.495	18.969	0.025	-0.074	0.136
Si	44.774	12.174	18.97	0.011	-0.003	0.118
Si	47.576	14.979	18.79	0.038	-0.023	0.101
Si	50.29	1.373	18.888	0.025	-0.04	0.084
Si	52.976	4.145	18.975	0.081	-0.116	-0.014
Si	50.187	6.877	18.812	0.042	-0.059	0.033
Si	52.92	9.489	18.8	0.042	-0.124	0.006
Si	50.15	12.173	18.715	0.025	-0.09	0.035
Si	52.879	15.003	18.852	0.069	-0.125	0.027
Si	55.593	1.461	18.88	0.089	-0.106	-0.05
Si	58.445	4.273	19.208	0.139	-0.088	-0.006
Si	55.699	6.849	19.07	0.041	-0.075	-0.015
Si	58.308	9.571	18.797	0.053	-0.101	-0.118
Si	55.61	12.338	18.846	0.101	-0.093	-0.046
Si	58.318	15.002	18.852	0.045	-0.101	-0.074
Si	61.029	1.493	19.062	0.031	-0.033	-0.075
Si	63.779	4.096	19.192	-0.035	0.059	-0.008
Si	61.15	6.852	18.977	-0.011	-0.013	-0.077
Si	63.84	9.642	18.861	0.016	0.049	-0.097
Si	61.029	12.379	18.817	0.048	0.032	-0.099
Si	63.656	14.902	18.974	0.011	-0.041	-0.096
Si	64.962	16.258	20.307	-0.063	0.109	0.001
Si	2.561	2.812	20.137	-0.075	0.038	-0.056
Si	65.09	5.524	20.561	-0.071	0.11	0.033
Si	2.591	8.282	20.383	-0.097	0.088	-0.007
Si	65.008	10.972	20.384	-0.051	0.081	0.061
Si	2.735	13.48	20.104	0.018	-0.013	-0.004
Si	5.329	16.329	20.405	-0.046	-0.007	-0.009
Si	8.116	2.848	20.399	-0.019	-0.026	-0.076
Si	5.299	5.568	20.21	-0.067	0.053	-0.036
Si	8.137	8.119	20.722	0.056	0.001	0.015
Si	5.429	10.844	20.472	0.017	0.015	-0.036
Si	8.077	13.561	20.615	0.037	-0.03	-0.006
Si	10.794	16.358	20.777	0.083	-0.046	-0.015
Si	13.525	2.75	20.566	0.081	-0.015	-0.056
Si	10.952	5.446	20.684	0.067	-0.081	-0.029
Si	13.711	7.983	20.93	0.122	-0.071	-0.027
Si	10.83	10.889	20.791	0.032	-0.033	-0.012
Si	13.615	13.669	20.646	0.088	-0.053	0.006
Si	16.291	16.341	20.711	0.029	-0.022	0.019
Si	19.156	2.529	20.719	0.058	0.043	0.063
Si	16.535	5.487	20.513	0	-0.051	0.013
Si	19.197	8.118	20.663	-0.011	0.013	0.043
Si	16.388	10.888	20.654	0.075	0.002	0.013
Si	19.121	13.612	20.756	-0.058	0.046	0.068
Si	21.945	16.348	20.703	-0.113	0.029	0.124
Si	24.852	2.76	20.384	-0.089	0.001	0.026
Si	21.998	5.365	20.703	-0.083	0.036	0.054
Si	24.773	8.118	20.612	-0.063	0.058	0.094
Si	22.029	10.704	20.782	0.018	0.049	0.102
Si	24.796	13.679	20.618	-0.128	0.041	0.059
Si	27.44	16.363	20.182	-0.132	0.02	0.032
Si	30.124	2.762	20.714	-0.039	0.039	0.003
Si	27.615	5.465	20.37	-0.087	0.017	0.02
Si	30.131	8.375	20.452	-0.13	0.071	0.042
Si	27.588	11.048	20.554	-0.138	0.004	0.104
Si	30.159	13.596	20.024	-0.073	0.044	0.028
Si	32.601	16.158	20.224	-0.011	0.045	-0.011
Si	35.462	2.721	20.316	-0.033	0.046	0.009
Si	32.878	5.487	20.237	-0.045	0.008	-0.005
Si	35.462	8.092	20.604	0.011	0.051	0.035
Si	32.864	10.74	20.295	-0.027	0.017	-0.011
Si	35.329	13.483	20.422	0.014	0.061	0.008
Si	38.037	16.196	20.309	0.011	0.08	-0.016
Si	40.858	2.502	20.282	0.031	0.047	0.098
Si	38.197	5.25	20.443	0.004	0.024	0.047
Si	40.798	8.11	20.382	0.03	0.078	0.087
Si	38.154	10.8	20.15	-0.003	0.041	0.051
Si	40.732	13.559	20.408	0.007	0.07	0.109
Si	43.521	16.353	20.302	-0.044	0.049	0.151
Si	46.309	2.753	20.102	0.001	-0.008	0.101
Si	43.542	5.34	20.505	0.008	0.053	0.134
Si	46.128	8.17	20.452	-0.008	-0.009	0.172
Si	43.329	10.881	20.374	-0.019	0.086	0.135
Si	46.248	13.581	20.138	0.035	-0.032	0.151
Si	48.942	16.305	20.216	0.067	-0.066	0.111
Si	51.63	2.705	20.301	0.071	-0.156	0.055
Si	48.877	5.45	20.111	0.025	-0.07	0.12
Si	51.525	8.201	20.195	0.059	-0.074	0.095
Si	48.849	10.893	20.224	0.066	-0.027	0.166
Si	51.484	13.516	20.03	0.083	-0.093	0.064
Si	54.26	16.335	20.208	0.078	-0.131	0.004
Si	56.896	2.841	20.312	0.028	-0.087	0.003
Si	54.347	5.464	20.447	0.128	-0.161	0.09
Si	57.099	8.286	20.335	0.018	-0.133	0.027
Si	54.243	10.9	20.086	0.064	-0.131	0.016
Si	57.011	13.635	20.237	0.082	-0.122	0.007
Si	59.596	16.38	20.224	0.045	-0.046	0.006
Si	62.358	2.757	20.595	0.029	0.031	-0.006
Si	59.957	5.684	20.618	0.038	-0.172	0.021
Si	62.523	8.291	20.188	0.022	-0.016	0.01
Si	59.692	10.957	20.014	0.063	-0.039	-0.023
Si	62.226	13.619	20.388	-0.025	0.063	0.057
Si	1.28	14.829	21.202	-0.234	-0.094	-0.544
Si	4.131	1.745	21.429	-0.195	-0.384	-0.624
Si	1.589	4.372	21.574	-0.339	-0.139	-0.637
Si	3.776	6.682	21.57	0.172	0.26	-0.671
Si	0.963	9.451	21.622	0.191	0.126	-0.782
Si	4.242	12.485	21.607	-0.053	-0.149	-0.733
Si	6.404	14.746	21.757	0.102	0.099	-0.658
Si	9.536	1.752	21.864	-0.015	-0.266	-0.726
Si	6.401	4.012	21.47	0.353	0.244	-0.586
Si	9.84	7.015	22	-0.237	-0.082	-0.741
Si	6.875	9.678	21.955	-0.177	-0.204	-0.747
Si	9.082	11.944	22.051	0.194	0.131	-0.776
Si	12.565	15.281	22	-0.21	0.001	-0.723
Si	14.675	1.282	21.934	0.198	0.041	-0.682
Si	11.99	3.756	22.024	0.173	0.317	-0.653
Si	15.268	6.448	22.224	-0.149	0.285	-0.684
Si	12.048	9.272	22.053	0.203	0.104	-0.815
Si	15.169	12.447	21.938	-0.124	-0.173	-0.747
Si	17.362	14.699	22.03	0.32	0.146	-0.795
Si	20.505	1.208	22.213	-0.074	-0.082	-0.714
Si	18.039	4.254	21.816	-0.141	-0.183	-0.685
Si	20.293	6.46	21.973	0.291	0.207	-0.716
Si	18.049	9.778	21.91	-0.224	-0.227	-0.756
Si	20.347	11.934	21.911	0.184	0.197	-0.739
Si	23.659	15.31	21.935	-0.249	-0.415	-0.551
Si	26.011	1.161	21.626	0.171	0.225	-0.546
Si	23.796	4.264	21.807	-0.31	-0.128	-0.675
Si	26.031	6.491	21.728	0.097	0.211	-0.639
Si	23.483	9.272	22.212	-0.222	0.029	-0.713
Si	26.663	12.842	21.797	-0.172	-0.143	-0.873
Si	28.836	14.96	21.33	0.003	0.04	-0.561
Si	31.022	0.775	21.69	-0.104	0.188	-0.741
Si	29.287	4.748	21.914	-0.073	-0.335	-0.695
Si	31.581	6.928	21.509	0.045	0.096	-0.49
Si	29.341	10.186	21.889	-0.179	-0.236	-0.758
Si	31.536	12.309	21.34	0.063	-0.052	-0.576
Si	33.566	14.561	21.614	0.221	-0.059	-0.695
Si	36.995	1.535	21.591	-0.04	-0.093	-0.731
Si	34.35	4.338	21.602	0.024	-0.03	-0.705
Si	36.675	6.409	21.799	0.028	0.205	-0.769
Si	33.723	9.195	21.905	0.23	0.03	-0.644
Si	36.926	12.168	21.542	-0.285	-0.038	-0.702
Si	38.977	14.537	21.663	0.273	0.211	-0.784
Si	42.181	1.293	21.819	0.134	0.039	-0.753
Si	39.366	3.569	21.684	-0.03	0.226	-0.691
Si	42.322	6.968	21.772	-0.003	-0.176	-0.726
Si	39.602	9.735	21.618	-0.027	-0.211	-0.745
Si	41.759	12.007	21.859	0.261	0.203	-0.692
Si	45.24	15.241	21.382	-0.25	-0.17	-0.727
Si	47.431	1.241	21.484	0.337	0.156	-0.637
Si	45.331	4.19	21.645	-0.359	-0.013	-0.735
Si	47.417	6.522	21.585	0.009	0.263	-0.797
Si	44.408	9.322	21.722	0.282	-0.033	-0.702
Si	47.729	12.462	21.565	-0.106	-0.145	-0.732
Si	49.991	14.58	21.423	-0.043	0.154	-0.71
Si	53.23	1.532	21.626	-0.299	-0.059	-0.668
Si	50.4	4.301	21.471	-0.14	-0.189	-0.738
Si	52.601	6.577	21.496	0.184	0.16	-0.752
Si	50.413	9.763	21.565	-0.161	-0.194	-0.723
Si	52.608	11.954	21.338	0.035	-0.004	-0.792
Si	55.752	15.094	21.53	-0.222	-0.235	-0.734
Si	57.882	1.066	21.412	0.181	0.083	-0.794
Si	55.423	3.826	21.88	0.157	0.33	-0.71
Si	58.909	7.53	21.688	-0.016	-0.112	-0.796
Si	55.852	9.906	21.454	-0.095	-0.31	-0.689
Si	58.234	12.015	21.433	0.037	0.338	-0.647
Si	61	15.231	21.664	-0.018	-0.249	-0.702
Si	63.389	1.006	21.776	0.185	0.118	-0.622
Si	61.338	4.3	22.136	0.012	0.055	-0.804
Si	63.98	7.322	21.725	-0.077	-0.345	-0.74
Si	61.112	9.712	21.332	0.071	0.061	-0.519
Si	63.242	11.96	21.718	0.147	0.105	-0.722
Si	4.751	7.549	26.978	0.025	-0.016	-0.189
Si	5.662	3.803	24.167	-0.022	-0.029	-0.047
Si	60.097	2.672	27.065	0.059	0.03	-0.186
Si	2.488	3.919	24.277	0.085	-0.09	-0.041
Si	4.864	8.357	23.954	0.039	0.031	-0.091
Si	4.137	15.595	25.367	0.008	0.219	-0.044
Si	5.689	10.378	27.21	0.043	0.062	0.013
Si	7.745	1.839	24.494	-0.135	0.219	-0.066
Si	10.578	8.439	26.416	-0.044	0.072	0.087
Si	14.655	9.034	28.771	-0.08	-0.084	0.032
Si	8.521	10.455	26.508	-0.015	-0.063	0.038
Si	9.273	13.086	25.002	-0.035	-0.081	-0.229
Si	11.801	14.771	24.885	0.073	0.054	-0.088
Si	15.906	15.756	28.693	0.136	0.122	0.045
Si	15.683	3.731	23.583	-0.104	0.039	-0.183
Si	16.367	8.602	24.273	-0.026	-0.056	-0.06
Si	13.901	10.616	24.177	0.021	-0.04	-0.101
Si	20.276	13.7	26.324	-0.042	-0.107	0.007
Si	23.682	16.146	24.769	-0.04	-0.023	-0.065
Si	26.555	16.364	28.706	0.067	0.033	0.077
Si	25.732	4.008	25.93	0.073	-0.06	-0.04
Si	21.92	7.444	24.401	0.094	0.053	-0.069
Si	22.037	12.195	24.468	-0.009	-0.033	0.044
Si	24.843	11.571	23.835	-0.03	-0.041	-0.133
Si	26.33	1.257	24.634	-0.007	0.034	-0.145
Si	27.557	5.805	24.131	0.106	-0.103	-0.228
Si	27.715	2.908	27.979	-0.003	-0.029	0.033
Si	35.316	16.075	23.59	0.003	0.015	-0.047
Si	22.723	4.852	26.05	-0.109	0.064	-0.098
Si	26.43	11.135	26.385	-0.032	0.05	-0.06
Si	31.748	1.182	24.629	-0.099	-0.12	0.033
Si	38.714	0.92	31.243	-0.021	0.045	0.19
Si	32.408	6.027	25.907	0.042	-0.031	0.031
Si	34.269	7.813	27.32	-0.006	0.047	-0.006
Si	29.703	7.265	25.904	-0.097	-0.04	-0.043
Si	35.223	11.101	23.934	-0.128	-0.075	-0.258
Si	32.391	16.272	29.246	0.054	0.11	0.036
Si	40.897	5.082	23.945	0.024	-0.012	-0.12
Si	42.91	13.246	27.475	0.012	0.067	0.018
Si	45.969	11.012	23.833	0.032	0.138	-0.013
Si	32.51	10.959	31.13	-0.094	0.029	-0.063
Si	40.382	15.971	23.875	-0.012	0.021	-0.031
Si	45.381	13.296	26.008	0.061	-0.047	-0.129
Si	37.022	9.847	26.009	0.084	0.036	0.016
Si	39.609	6.619	25.93	-0.014	-0.093	0.084
Si	49.255	8.83	29.442	-0.056	0.062	0.144
Si	41.479	15.099	29.136	0.015	0.02	-0.02
Si	38.472	1.298	25.706	-0.027	-0.036	-0.068
Si	47.99	2.855	30.12	-0.08	-0.083	0.086
Si	53.104	9.817	25.848	0.034	0.046	0.109
Si	45.255	6.347	26.582	0.14	0.074	-0.051
Si	49.478	11.439	31.14	0.005	-0.041	-0.008
Si	52.25	7.244	24.342	0.011	-0.033	-0.024
Si	44.274	2.249	23.853	0.042	-0.043	-0.141
Si	50.651	2.936	26.157	-0.019	-0.119	0.063
Si	50.649	3.232	29.061	0.106	-0.061	-0.09
Si	53.028	4.592	25.724	0.01	0.086	0.026
Si	60.9	9.761	26.762	-0.161	-0.045	-0.067
Si	52.788	12.79	25.991	0.023	-0.032	-0.116
Si	55.626	10.4	24.257	-0.165	-0.039	-0.029
Si	57.826	13.716	26.382	-0.081	-0.047	0.035
Si	59.563	3.901	24.672	0.265	0.092	-0.17
Si	58.01	9.431	25.726	0.073	0.062	0.001
Si	63.375	11.135	27.484	-0.041	-0.058	0.09
Si	57.38	11.266	27.969	-0.057	0.104	-0.022
Si	54.44	13.198	23.607	0.062	-0.045	-0.078
Si	59.579	13.427	23.835	0.013	0.041	-0.122
Si	65.335	4.233	28.014	0.084	-0.075	0.106
Si	2.756	10.742	23.752	0.088	-0.098	-0.103
Si	64.875	13.864	23.51	-0.069	-0.122	-0.183
Si	59.183	9.433	29.161	0.001	-0.07	-0.039
Si	2.57	16.574	23.186	-0.123	0.118	0.014
Si	2.794	1.804	26.452	0.063	-0.006	0.009
Si	7.191	2.996	28.553	-0.017	-0.08	-0.087
Si	0.742	6.005	25.5	-0.075	0.056	-0.089
Si	3.721	12.703	31.007	-0.06	0.062	0.134
Si	64.528	15.095	28.771	-0.014	-0.053	-0.001
Si	5.964	16.56	31.492	0	0.108	0.085
Si	4.062	2.754	28.893	-0.04	0.104	-0.023
Si	9.873	5.964	24.916	-0.027	0.057	-0.081
Si	7.67	4.412	26.031	0.007	-0.124	-0.16
Si	8.854	9.542	31.565	-0.008	0	0.069
Si	5.979	12.82	28.887	-0.015	-0.085	-0.049
Si	8.879	0.454	30.732	0.093	-0.099	0.152
Si	12.159	3.917	25.095	0	0	-0.089
Si	14.743	4.225	26.493	0.008	0.036	0.106
Si	8.201	4.599	30.708	-0.014	0.191	0.05
Si	12.741	10.626	26.958	-0.02	-0.07	0.053
Si	7.119	15.354	24.725	0.023	0.056	-0.144
Si	13.128	15.131	27.396	-0.097	0.094	-0.037
Si	22.421	2.678	24.05	0.038	-0.031	-0.076
Si	17.456	8.801	27.24	-0.02	0.107	-0.028
Si	18.785	6.546	28.891	0.015	-0.064	0.132
Si	21.838	9.703	26.319	-0.107	0.161	0.076
Si	18.937	15.761	24.407	0.13	0.037	-0.024
Si	11.453	12.86	28.728	0.113	0.009	0.034
Si	22.164	15.664	27.446	0.003	-0.008	-0.118
Si	29.145	10.167	24.971	-0.073	0.077	-0.168
Si	18.012	0.695	27.103	-0.026	-0.022	-0.062
Si	30.624	9.451	29.859	-0.04	-0.052	0.066
Si	27.134	9.915	30.752	0.1	-0.002	0.04
Si	26.981	13.52	28.319	0.034	0.055	0.09
Si	29.018	6.96	28.967	-0.173	0.134	0.088
Si	33.041	6.046	31.456	0.152	0.013	0.204
Si	35.556	7.984	31.328	0.018	0.018	0.044
Si	36.945	9.792	29.216	0.153	0.072	0.133
Si	32.718	10.339	28.153	-0.002	0.002	0.1
Si	30.756	12.077	26.532	0.066	0.134	0.117
Si	31.077	15.312	26.563	-0.136	0.014	-0.123
Si	39.919	9.618	30.391	-0.047	0.006	0.035
Si	28.92	11.63	29.028	-0.071	0.118	0.149
Si	35.884	16.07	26.271	-0.094	-0.011	-0.052
Si	36.525	12.734	30.273	0.083	-0.081	0.118
Si	36.44	3.536	25.512	0.113	0.012	0.071
Si	38.214	8.132	23.939	0.009	-0.007	-0.203
Si	45.136	3.167	26.639	0.095	-0.053	-0.006
Si	36.865	6.037	27.052	-0.06	-0.087	0.069
Si	42.127	11.612	30.093	0.054	0.085	0.18
Si	38.718	12.242	25.773	0.067	0.138	0.093
Si	42.62	4.736	29.323	0.073	0.007	0.119
Si	45.299	15.529	24.195	0.003	0.032	-0.018
Si	51.601	0.713	27.881	-0.012	0.054	0.053
Si	44.33	9.441	30.408	0.101	-0.059	0.125
Si	51.892	8.814	28.562	0.064	-0.009	-0.044
Si	46.418	8.435	28.359	-0.075	-0.028	-0.014
Si	49.309	2.351	23.572	-0.145	0.06	-0.044
Si	47.678	15.064	25.86	-0.16	0.008	-0.03
Si	57.753	1.528	24.311	-0.12	-0.162	-0.122
Si	53.393	4.39	28.886	-0.051	0.107	0.021
Si	58.744	6.824	24.591	0.017	-0.022	-0.012
Si	50.681	14.964	26.093	0.001	0.047	-0.014
Si	59.688	13.51	30.954	0.006	-0.104	0.043
Si	57.061	13.791	31.521	0.133	0.024	-0.125
Si	59.326	16.095	26.131	-0.018	0.032	-0.008
Si	61.171	6.893	26.108	-0.104	-0.093	0.086
Si	63.33	5.205	29.759	-0.045	-0.112	0.157
Si	55.32	11.491	31.674	0.179	-0.088	0.039
Si	61.474	14.015	25.885	0.057	-0.007	-0.031
Si	51.419	16.339	23.488	0.018	-0.049	-0.021
Si	61.081	2.216	29.743	-0.083	0.012	0.056
Si	63.212	5.884	24.13	-0.065	0.032	-0.046
Si	64.54	13.48	26.234	-0.125	0.086	0.01
Si	64.864	0.477	24.173	0.105	0.062	-0.01
Si	1.503	14.67	30.901	-0.039	0.065	0.016
Si	65.33	1.167	27.148	0.003	-0.021	-0.061
Si	2.227	4.732	30.334	-0.097	-0.033	0.079
Si	63.361	3.035	31.583	-0.034	0.101	0.045
Si	1.797	8.215	27.09	0.034	0.046	-0.097
Si	2.305	10.043	30.693	-0.106	0.07	0.056
Si	3.586	13.814	27.54	0.019	-0.117	0.066
Si	3.642	16.062	29.733	0.074	0.016	0.073
Si	11.494	1.026	26.22	0.105	-0.092	0.094
Si	3.818	7.425	30.646	0.062	-0.129	0.141
Si	6.444	6.795	29.098	0.041	-0.141	0.048
Si	2.876	11.183	26.562	0.007	-0.035	0.083
Si	11.058	11.667	31.524	0.028	-0.025	0.078
Si	8.986	0.772	27.961	0.083	-0.058	0.047
Si	16.006	5.155	28.992	0.061	-0.003	-0.102
Si	13.456	6.599	29.883	0.076	0.042	-0.07
Si	14.586	8.481	31.654	0.052	0.104	0.065
Si	8.866	8.648	28.699	0.069	0.072	0.001
Si	8.756	14.367	29.087	0.101	0.252	0.139
Si	15.902	2.345	28.265	0.015	-0.05	0.041
Si	21.831	0.746	31.373	-0.031	-0.066	0.165
Si	11.21	5.432	31.266	0.071	-0.025	0.147
Si	21.165	6.499	30.803	-0.051	0.136	-0.057
Si	16.768	14.036	31.237	-0.003	0.064	0.223
Si	18.877	11.78	31.012	0.138	-0.113	0.149
Si	19.465	11.097	27.905	0.065	0.053	0.059
Si	20.627	1.373	28.724	0.059	-0.004	0.11
Si	20.926	4.547	28.613	-0.02	-0.052	-0.074
Si	24.494	9.398	28.041	-0.122	0.037	-0.045
Si	24.238	10.7	30.851	-0.053	0.02	-0.039
Si	23.862	15.954	29.742	-0.05	-0.018	0.103
Si	29.156	1.248	26.05	0.003	-0.047	0.031
Si	26.043	7.296	29.454	-0.025	0.066	0.051
Si	24.025	6.492	31.442	-0.053	0.012	0.17
Si	29.223	4.239	30.292	-0.145	0.017	0.16
Si	25.054	13.406	30.738	0.05	0.008	0.07
Si	33.655	3.533	24.354	-0.083	-0.019	-0.061
Si	30.452	1.805	30.833	0.039	-0.159	0.143
Si	34.598	14.938	30.663	0.035	0.029	0.089
Si	35.124	1.006	29.094	-0.06	0.013	0.096
Si	42.328	5.646	26.419	-0.041	-0.009	-0.068
Si	27.664	0.496	31.487	0.018	0.065	0.065
Si	38.903	13.797	28.492	-0.008	-0.003	-0.113
Si	39.15	16.676	28.386	0.094	-0.059	0.025
Si	33.098	5.499	28.639	0.023	0.088	0.011
Si	35.64	3.721	28.333	0.179	0.105	0.083
Si	42.058	7.507	30.581	0.056	0.103	0.076
Si	36.012	13.643	24.897	-0.184	0.014	0.046
Si	41.434	13.257	24.705	0.072	0.021	-0.111
Si	40.87	3.239	31.316	-0.088	0.091	-0.05
Si	44.612	1.528	29.079	0.046	0.041	-0.122
Si	45.39	3.898	30.53	-0.113	0.133	-0.006
Si	53.556	6.985	30.103	-0.068	0.171	0.182
Si	49.337	7.826	23.787	0.019	0.084	-0.136
Si	43.37	16.116	31.039	0.071	-0.019	0.041
Si	47.035	1.154	27.717	-0.056	0.016	-0.018
Si	54.667	0.925	31.438	-0.014	0.004	-0.146
Si	47.018	8.535	25.498	-0.113	-0.045	0.064
Si	53.469	9.593	30.744	-0.035	-0.125	0.235
Si	49.965	7.06	31.885	0.087	0.047	0.154
Si	51.615	13.697	31.081	-0.025	0.001	0.081
Si	53.589	15.235	29.326	-0.088	0.016	0.018
Si	55.743	3.459	24.832	0.188	0.104	-0.014
Si	55.739	3.235	30.175	0.054	0.117	0.199
Si	60.342	4.855	30.598	-0.008	0.011	0.112
Si	59.013	6.45	28.342	0.205	-0.023	0.129
Si	55.223	13.249	27.71	0.054	0.035	-0.065
Si	60.452	16.392	31.56	0.054	0.056	0.042
Si	57.348	4.176	27.579	-0.131	-0.145	-0.12
Si	63.661	7.807	30.881	-0.154	0.009	0.175
Si	65.337	9.399	29.09	0.023	0.073	-0.031
Si	60.753	8.722	31.674	0.139	-0.056	0.241
Si	61.974	13.414	28.776	0.078	0.06	0.017
Si	1.459	15.014	5.61	0.011	0.029	0.008
Si	4.186	1.414	5.58	-0.018	-0.004	0.001
Si	1.431	4.118	5.475	-0.023	-0.002	-0.033
Si	4.169	6.818	5.542	0.015	0.007	-0.007
Si	1.454	9.501	5.592	0.012	-0.021	-0.016
Si	4.185	12.251	5.614	0.01	0.011	-0.017
Si	6.832	15.006	5.657	-0.004	0.014	-0.009
Si	9.528	1.483	5.692	-0.002	0.011	0.005
Si	6.893	4.16	5.531	-0.017	-0.008	-0.012
Si	9.634	6.816	5.505	-0.009	-0.025	-0.02
Si	6.869	9.517	5.595	0.002	0.011	-0.004
Si	9.601	12.242	5.684	-0.001	0.009	0.001
Si	12.263	15.024	5.748	-0.012	-0.004	0.026
Si	14.976	1.46	5.689	-0.022	-0.007	0.001
Si	12.26	4.184	5.66	-0.018	0.008	-0.016
Si	15.002	6.902	5.646	0	0.016	0.001
Si	12.32	9.496	5.574	0.013	-0.015	-0.015
Si	14.998	12.24	5.672	0.004	-0.029	-0.01
Si	17.698	14.969	5.702	-0.01	-0.022	-0.008
Si	20.402	1.353	5.629	0.009	-0.004	-0.019
Si	17.698	4.13	5.629	0.008	0.001	-0.013
Si	20.401	6.834	5.673	0.015	0.027	0.016
Si	17.692	9.611	5.612	-0.011	0.007	-0.013
Si	20.364	12.278	5.531	-0.016	0.015	-0.032
Si	23.041	14.952	5.515	0.022	0.017	-0.023
Si	25.8	1.286	5.571	0.01	-0.01	-0.001
Si	23.138	4.06	5.631	0.019	0	-0.009
Si	25.792	6.777	5.54	0.001	0.009	-0.016
Si	23.095	9.513	5.566	-0.015	-0.023	-0.008
Si	25.773	12.21	5.491	-0.011	-0.007	-0.02
Si	28.495	14.889	5.463	0.019	-0.01	-0.011
Si	31.234	1.276	5.449	0.006	0	-0.011
Si	28.549	4.008	5.532	0.016	-0.016	-0.008
Si	31.222	6.747	5.416	0.004	-0.023	-0.019
Si	28.508	9.442	5.479	0.001	-0.004	-0.014
Si	31.218	12.157	5.46	0.005	-0.001	-0.001
Si	33.98	14.878	5.447	0.006	-0.007	0.009
Si	36.695	1.298	5.392	0.003	-0.007	0.004
Si	33.935	4.037	5.386	0.009	0.013	-0.014
Si	36.666	6.758	5.367	0.009	-0.012	0.007
Si	33.935	9.461	5.4	0.005	-0.021	-0.001
Si	36.689	12.184	5.325	0.014	0.003	0.002
Si	39.436	14.907	5.287	0.001	-0.015	-0.008
Si	42.172	1.282	5.269	-0.001	-0.016	-0.012
Si	39.42	4.032	5.348	-0.013	0	0.003
Si	42.111	6.788	5.314	-0.02	-0.001	-0.009
Si	39.414	9.501	5.31	-0.011	-0.011	0.002
Si	42.126	12.23	5.256	0.012	-0.017	-0.007
Si	44.866	14.931	5.232	0.013	-0.018	0.005
Si	47.62	1.326	5.279	0.009	-0.007	0.011
Si	44.888	4.036	5.276	0.013	-0.014	-0.005
Si	47.589	6.808	5.287	0.012	-0.017	-0.003
Si	44.797	9.553	5.321	-0.013	0.008	0.01
Si	47.54	12.32	5.279	-0.027	0.001	0.001
Si	50.299	14.986	5.224	-0.027	0.017	-0.027
Si	53.009	1.432	5.295	0.009	0.036	0.003
Si	50.342	4.071	5.293	0.022	0.004	-0.007
Si	53.086	6.809	5.359	0.024	0.029	-0.007
Si	50.337	9.572	5.311	0.005	-0.024	-0.017
Si	53.047	12.278	5.27	-0.023	0.022	-0.025
Si	55.782	15.004	5.328	0.005	0.026	-0.023
Si	58.502	1.403	5.407	-0.004	0.016	-0.012
Si	55.772	4.106	5.403	0.004	0.016	-0.001
Si	58.49	6.807	5.503	-0.009	0.03	0.023
Si	55.749	9.529	5.411	0.001	-0.003	-0.012
Si	58.474	12.331	5.545	0.002	0.01	-0.001
Si	61.221	15.042	5.59	0.005	-0.007	0.005
Si	64.022	1.438	5.54	-0.015	-0.023	-0.007
Si	61.258	4.049	5.485	0.006	-0.014	-0.025
Si	64.024	6.795	5.552	0.01	-0.014	-0.006
Si	61.274	9.552	5.575	0.008	-0.013	-0.002
Si	63.99	12.282	5.615	-0.009	-0.008	0.006
Si	2.822	16.376	6.947	0.003	-0.025	-0.007
Si	5.541	2.788	6.921	0.006	-0.008	-0.01
Si	2.787	5.457	6.878	0.017	0.004	-0.008
Si	5.514	8.162	6.943	0.005	-0.014	0.003
Si	2.799	10.892	6.942	-0.001	-0.002	-0.011
Si	5.497	13.628	7.002	-0.002	0.003	-0.001
Si	8.196	16.378	7.011	0.007	-0.001	-0.012
Si	10.927	2.808	7.033	-0.005	-0.005	0.003
Si	8.261	5.491	6.915	0.003	-0.013	-0.015
Si	10.957	8.155	6.945	0.02	0	-0.013
Si	8.21	10.884	6.99	-0.011	0.009	-0.006
Si	10.923	13.623	7.061	0.01	0.012	0.004
Si	13.653	16.385	7.059	0.002	-0.016	-0.002
Si	16.355	2.792	7.035	-0.016	0.012	-0.014
Si	13.643	5.529	7.008	-0.019	0.013	-0.004
Si	16.372	8.231	7.007	-0.006	-0.008	-0.003
Si	13.639	10.865	6.998	0.017	0.009	-0.012
Si	16.343	13.604	7.044	0.013	0.009	0.002
Si	19.065	16.335	7.029	-0.003	-0.027	0.001
Si	21.766	2.709	6.985	0.007	0.001	-0.002
Si	19.053	5.461	7.018	0.001	0.009	-0.003
Si	21.77	8.187	6.994	-0.007	-0.013	0.016
Si	19.05	10.945	6.976	-0.005	0	0.002
Si	21.725	13.606	6.926	0	-0.002	-0.006
Si	24.427	16.267	6.916	0.002	0.006	-0.002
Si	27.17	2.672	6.894	-0.024	0.019	-0.007
Si	24.481	5.434	6.962	-0.013	-0.002	0.004
Si	27.169	8.119	6.883	0.012	-0.018	0.005
Si	24.456	10.87	6.911	0.003	-0.005	0.002
Si	27.144	13.559	6.855	-0.016	0.017	-0.003
Si	29.873	16.249	6.817	-0.005	0.005	-0.01
Si	32.606	2.667	6.769	-0.006	-0.002	-0.008
Si	29.911	5.397	6.837	-0.004	0.002	0.003
Si	32.596	8.103	6.772	-0.009	0.016	-0.007
Si	29.87	10.813	6.829	0.007	-0.001	0.001
Si	32.602	13.527	6.79	-0.009	0.015	-0.006
Si	35.346	16.265	6.761	-0.01	0.006	0.001
Si	38.07	2.671	6.714	-0.001	0.009	-0.002
Si	35.32	5.392	6.732	-0.008	0.016	-0.009
Si	38.054	8.134	6.681	-0.011	0.003	-0.01
Si	35.334	10.832	6.713	-0.002	0.009	-0.01
Si	38.067	13.555	6.664	0.003	-0.005	-0.01
Si	40.799	16.266	6.647	0.012	-0.004	-0.007
Si	43.51	2.679	6.627	-0.005	0.015	-0.002
Si	40.772	5.415	6.681	-0.009	0.007	-0.001
Si	43.471	8.153	6.667	0.011	0.013	-0.002
Si	40.783	10.866	6.645	-0.005	0.01	-0.005
Si	43.504	13.579	6.612	-0.003	0.011	-0.007
Si	46.217	16.299	6.611	0.008	0.009	-0.004
Si	48.967	2.705	6.638	0.018	-0.03	-0.015
Si	46.231	5.425	6.636	-0.005	0.003	-0.014
Si	48.96	8.176	6.636	-0.001	-0.01	-0.003
Si	46.205	10.911	6.633	-0.008	-0.005	0
Si	48.927	13.659	6.624	-0.019	0.007	-0.009
Si	51.648	16.347	6.618	0.005	-0.004	-0.019
Si	54.369	2.749	6.706	-0.01	0	0.003
Si	51.681	5.444	6.668	0.012	-0.018	-0.003
Si	54.378	8.187	6.754	0	0.01	0.001
Si	51.68	10.938	6.664	-0.009	-0.004	-0.009
Si	54.396	13.632	6.663	0.021	-0.031	-0.01
Si	57.119	16.353	6.734	0.006	-0.009	-0.013
Si	59.863	2.72	6.817	0.007	-0.007	-0.012
Si	57.113	5.443	6.804	0.01	-0.008	0.004
Si	59.85	8.188	6.849	-0.005	0.011	-0.002
Si	57.102	10.894	6.792	0.028	-0.011	-0.01
Si	59.841	13.672	6.897	-0.021	0.012	0
Si	62.632	16.394	6.885	-0.002	-0.01	-0.011
Si	0.078	2.8	6.892	-0.019	-0.002	-0.01
Si	62.602	5.44	6.847	0.007	0.026	-0.017
Si	0.08	8.155	6.93	-0.014	-0.006	0.005
Si	62.619	10.909	6.933	0.004	-0.012	-0.007
Si	0.073	13.654	6.942	-0.006	0.011	-0.002
Si	1.423	1.42	8.257	0.013	0	-0.008
Si	4.147	4.121	8.27	-0.008	-0.001	0
Si	1.44	6.804	8.271	-0.004	0.008	0.007
Si	4.161	9.538	8.298	0.017	0.017	-0.004
Si	1.424	12.267	8.279	0.001	0.006	-0.008
Si	4.137	15.003	8.33	-0.017	-0.009	0.007
Si	6.844	1.426	8.345	-0.009	-0.011	0.007
Si	9.567	4.156	8.366	0.008	0.003	0.023
Si	6.888	6.821	8.3	-0.009	0.008	0.007
Si	9.598	9.524	8.321	-0.014	-0.012	-0.009
Si	6.874	12.271	8.344	0.025	0.025	-0.002
Si	9.563	15.013	8.378	-0.003	-0.004	-0.001
Si	12.284	1.427	8.394	0.004	0.004	-0.001
Si	14.996	4.153	8.384	0.022	0	0.001
Si	12.291	6.85	8.385	-0.009	-0.01	0.021
Si	15.009	9.552	8.392	-0.008	-0.007	0.012
Si	12.307	12.249	8.377	-0.014	0.007	0.004
Si	15.004	14.991	8.399	-0.017	0.001	-0.008
Si	17.704	1.39	8.38	-0.013	-0.006	-0.007
Si	20.417	4.08	8.358	-0.022	-0.014	-0.007
Si	17.711	6.842	8.374	-0.001	-0.006	-0.001
Si	20.402	9.555	8.339	0.019	0.004	-0.015
Si	17.714	12.262	8.397	0	0.009	0.006
Si	20.419	14.956	8.359	0.003	0.02	0.011
Si	23.125	1.335	8.319	0.009	0.007	0.003
Si	25.846	4.051	8.28	0.029	0.016	0.003
Si	23.121	6.795	8.329	0.012	-0.003	-0.002
Si	25.826	9.499	8.252	0.007	0.001	-0.006
Si	23.097	12.235	8.281	0.006	-0.001	-0.009
Si	25.807	14.914	8.254	-0.019	-0.027	0.002
Si	28.543	1.3	8.211	0.002	-0.012	-0.003
Si	31.28	4.029	8.162	0.019	0.009	0.004
Si	28.551	6.754	8.209	-0.012	-0.007	0.002
Si	31.259	9.463	8.156	-0.015	-0.012	0.005
Si	28.529	12.198	8.192	0.007	0.001	-0.008
Si	31.259	14.902	8.156	0.015	-0.002	0.005
Si	33.986	1.313	8.11	0.01	-0.005	0.001
Si	36.703	4.03	8.067	-0.004	-0.021	-0.003
Si	33.985	6.753	8.108	-0.002	-0.015	0.009
Si	36.708	9.479	8.062	0.008	-0.001	0.003
Si	33.993	12.178	8.111	-0.004	-0.006	0.009
Si	36.732	14.904	8.068	0.004	0.01	0.006
Si	39.454	1.309	8.032	0.004	0.006	0
Si	42.155	4.046	8.003	0.009	0	-0.005
Si	39.411	6.767	8.037	-0.007	-0.015	0
Si	42.121	9.506	8.022	-0.008	-0.019	0.016
Si	39.428	12.205	8.024	-0.004	-0.01	0.007
Si	42.155	14.918	8.005	-0.005	-0.007	0.012
Si	44.864	1.332	7.991	-0.002	-0.011	0.012
Si	47.591	4.066	7.991	0.011	0.016	0.01
Si	44.857	6.783	7.992	0.006	-0.004	-0.002
Si	47.569	9.53	7.978	0.003	0.013	-0.007
Si	44.844	12.24	8.005	0.005	-0.009	0.01
Si	47.565	14.977	8.007	0.003	0.008	0.016
Si	50.301	1.358	8.017	-0.013	0	0.014
Si	53.014	4.102	8.061	-0.001	-0.007	0.011
Si	50.302	6.809	8.007	-0.001	0.022	-0.005
Si	52.997	9.562	8.058	0	-0.012	0.004
Si	50.278	12.281	7.989	0.018	0.003	0
Si	53.009	14.992	7.998	0	0.013	-0.001
Si	55.734	1.391	8.065	0.009	0.012	-0.002
Si	58.488	4.095	8.143	0.008	0.025	0.002
Si	55.74	6.83	8.113	0.007	0.012	0.007
Si	58.471	9.559	8.165	0.005	0	0.005
Si	55.716	12.278	8.086	-0.022	-0.012	-0.006
Si	58.445	15.031	8.173	0.017	-0.01	0.014
Si	61.221	1.4	8.206	-0.007	-0.001	0.005
Si	63.961	4.123	8.236	-0.002	-0.008	0.001
Si	61.225	6.818	8.179	-0.013	0.009	-0.009
Si	63.98	9.532	8.259	-0.006	0.018	0
Si	61.213	12.286	8.222	-0.008	-0.006	-0.008
Si	63.963	15.017	8.253	-0.003	-0.014	0.001
Si	65.324	16.377	9.601	-0.01	0.003	0.002
Si	2.777	2.763	9.63	-0.006	-0.012	-0.007
Si	65.318	5.468	9.604	-0.006	0.007	0.002
Si	2.783	8.179	9.634	0.007	-0.012	-0.002
Si	65.322	10.909	9.611	0.005	-0.007	0.003
Si	2.764	13.634	9.652	0.009	0.013	0.003
Si	5.489	16.368	9.69	0.001	-0.003	0.002
Si	8.216	2.769	9.711	-0.004	-0.007	-0.002
Si	5.508	5.467	9.65	0.009	-0.01	-0.006
Si	8.237	8.176	9.684	0.003	-0.015	0
Si	5.507	10.901	9.674	-0.015	0	0
Si	8.218	13.633	9.721	-0.009	0.002	0.007
Si	10.937	16.361	9.743	0.004	-0.013	-0.002
Si	13.658	2.772	9.755	-0.011	-0.006	-0.004
Si	10.941	5.484	9.744	-0.011	0.01	0.011
Si	13.658	8.193	9.757	-0.005	0.002	0.003
Si	10.94	10.887	9.718	0.009	0.001	0.001
Si	13.657	13.614	9.753	0.02	0.005	0.004
Si	16.364	16.347	9.76	0.007	-0.014	-0.003
Si	19.071	2.734	9.745	0.009	0.01	-0.002
Si	16.366	5.486	9.757	-0.011	0.02	-0.001
Si	19.075	8.189	9.737	-0.006	-0.006	0.001
Si	16.368	10.9	9.767	0.004	0.009	0.004
Si	19.071	13.616	9.753	-0.01	-0.015	0.01
Si	21.776	16.315	9.71	0.008	-0.022	0.001
Si	24.489	2.705	9.661	-0.005	0.004	-0.001
Si	21.779	5.441	9.713	0.008	0.013	0.005
Si	24.491	8.158	9.659	0	-0.011	0.009
Si	21.768	10.895	9.697	-0.018	0.001	0.004
Si	24.465	13.578	9.646	0.014	0.008	0.008
Si	27.182	16.285	9.592	-0.001	0.01	-0.006
Si	29.923	2.678	9.533	-0.007	0.007	-0.001
Si	27.215	5.416	9.607	-0.001	-0.01	0.009
Si	29.919	8.123	9.542	0.017	0.006	0.008
Si	27.193	10.858	9.591	-0.005	0.003	0.007
Si	29.908	13.557	9.537	-0.012	0.004	0.004
Si	32.638	16.276	9.481	-0.016	0.017	-0.001
Si	35.366	2.672	9.444	-0.007	0.014	0.001
Si	32.653	5.394	9.492	-0.003	-0.007	0.01
Si	35.365	8.116	9.439	-0.007	0.004	0.002
Si	32.641	10.827	9.486	0	-0.01	0.001
Si	35.37	13.554	9.437	0.012	0.001	-0.003
Si	38.097	16.275	9.406	0.001	-0.013	0.002
Si	40.803	2.687	9.379	-0.009	-0.002	0.002
Si	38.071	5.399	9.406	-0.005	0.019	-0.001
Si	40.778	8.13	9.382	-0.015	0.018	0.001
Si	38.084	10.841	9.399	-0.004	0.011	-0.002
Si	40.795	13.564	9.374	0.002	0.006	-0.004
Si	43.503	16.296	9.359	-0.003	0.005	-0.002
Si	46.217	2.708	9.346	-0.006	-0.007	-0.003
Si	43.507	5.416	9.359	0.004	0.006	0.003
Si	46.211	8.158	9.343	0.012	-0.006	-0.002
Si	43.491	10.867	9.364	0.01	0.006	-0.006
Si	46.203	13.604	9.357	0.008	-0.001	-0.005
Si	48.919	16.334	9.369	-0.004	0.006	-0.004
Si	51.644	2.729	9.387	0.016	-0.008	-0.006
Si	48.932	5.443	9.356	0.013	-0.003	0
Si	51.634	8.179	9.385	-0.004	0.012	0.01
Si	48.92	10.896	9.341	-0.001	-0.006	-0.006
Si	51.637	13.631	9.359	-0.016	0	-0.005
Si	54.357	16.341	9.393	0.004	-0.008	-0.007
Si	57.09	2.741	9.452	0.011	-0.016	-0.006
Si	54.362	5.464	9.433	-0.006	0.005	0.002
Si	57.092	8.186	9.48	0.003	-0.002	0.008
Si	54.351	10.911	9.427	-0.006	0.002	0.004
Si	57.071	13.633	9.466	0.01	0.017	-0.003
Si	59.826	16.367	9.527	-0.009	-0.003	0.005
Si	62.573	2.766	9.56	-0.005	0.005	0.004
Si	59.834	5.466	9.504	0.004	-0.012	-0.004
Si	62.571	8.176	9.56	0.003	0.001	0.002
Si	59.825	10.918	9.531	0.007	-0.006	0.006
Si	62.573	13.647	9.573	0	0.005	0.001
Si	1.384	15.007	10.973	-0.003	-0.019	-0.002
Si	4.109	1.405	11.023	-0.012	-0.004	-0.004
Si	1.387	4.108	10.97	0.005	0	-0.003
Si	4.141	6.829	11	0.008	0.011	0.001
Si	1.397	9.544	10.964	0.009	0.009	0.001
Si	4.132	12.275	11.002	-0.003	0.002	-0.008
Si	6.849	15.005	11.054	-0.005	0.01	-0.001
Si	9.574	1.408	11.087	-0.004	0.009	0.007
Si	6.845	4.122	11.055	-0.018	-0.008	0.005
Si	9.58	6.843	11.092	0.004	0.003	0.01
Si	6.876	9.546	11.032	0.012	0.01	-0.003
Si	9.588	12.266	11.072	-0.009	0.023	-0.004
Si	12.3	14.987	11.104	-0.001	-0.012	-0.006
Si	15.009	1.391	11.123	0.011	-0.006	-0.01
Si	12.302	4.125	11.117	-0.004	-0.004	0.007
Si	15.017	6.837	11.132	-0.005	-0.007	0.009
Si	12.302	9.555	11.112	0.008	-0.007	-0.001
Si	15.019	12.266	11.133	0.008	0.004	0.005
Si	17.72	14.979	11.124	0.002	0.02	-0.001
Si	20.432	1.358	11.094	-0.005	-0.009	0.001
Si	17.727	4.107	11.114	-0.007	-0.011	-0.008
Si	20.437	6.812	11.091	-0.005	-0.005	-0.005
Si	17.729	9.535	11.132	-0.005	-0.013	0.001
Si	20.426	12.238	11.101	0.009	0.019	-0.002
Si	23.137	14.941	11.047	0.003	0.01	-0.003
Si	25.858	1.335	10.994	0.002	0.003	0.011
Si	23.149	4.068	11.053	0.003	-0.008	0.003
Si	25.868	6.782	10.983	0.014	-0.006	-0.01
Si	23.136	9.516	11.037	0.002	0.007	-0.009
Si	25.845	12.213	10.976	-0.007	-0.009	-0.009
Si	28.566	14.926	10.92	-0.012	0.001	0
Si	31.304	1.322	10.862	0.005	-0.008	-0.005
Si	28.591	4.043	10.922	0.003	0.004	0.001
Si	31.306	6.757	10.859	-0.008	-0.006	-0.005
Si	28.577	9.494	10.916	-0.008	0.002	-0.009
Si	31.296	12.193	10.862	0.005	0	-0.001
Si	34.025	14.92	10.808	-0.006	0.002	-0.004
Si	36.744	1.311	10.777	0.006	-0.002	-0.002
Si	34.036	4.036	10.823	0.012	-0.008	0.003
Si	36.735	6.754	10.787	-0.001	-0.014	0.003
Si	34.021	9.468	10.818	-0.005	0.007	0.004
Si	36.743	12.196	10.774	0	-0.008	0.002
Si	39.456	14.918	10.756	0.008	-0.009	0.002
Si	42.155	1.33	10.739	0.002	0.003	0.009
Si	39.442	4.038	10.75	-0.011	0.006	-0.003
Si	42.145	6.767	10.726	-0.007	-0.005	0.001
Si	39.438	9.478	10.759	0.004	-0.022	0.011
Si	42.141	12.208	10.741	-0.008	-0.012	0.005
Si	44.846	14.946	10.732	0.003	0	0.015
Si	47.557	1.363	10.728	0.017	0	0.008
Si	44.86	4.059	10.722	0.012	-0.003	0.002
Si	47.559	6.797	10.711	0.003	-0.001	0
Si	44.843	9.5	10.714	-0.011	0.011	0.004
Si	47.554	12.237	10.708	-0.005	-0.006	-0.001
Si	50.27	14.973	10.725	-0.005	0.017	0.01
Si	53.001	1.38	10.75	0	0.006	0.007
Si	50.28	4.092	10.732	0.007	-0.017	0.007
Si	52.988	6.828	10.761	0.001	0.005	0
Si	50.256	9.533	10.723	-0.004	-0.006	-0.003
Si	52.968	12.27	10.75	0.002	0.003	0.002
Si	55.698	14.999	10.79	-0.006	-0.012	0
Si	58.44	1.408	10.84	0.014	0.008	0.002
Si	55.727	4.111	10.789	0.008	0.003	-0.004
Si	58.454	6.827	10.835	0.01	0.017	-0.005
Si	55.707	9.554	10.796	-0.002	0.011	-0.001
Si	58.433	12.287	10.841	-0.001	-0.002	0.005
Si	61.178	15.007	10.888	-0.007	-0.011	0
Si	63.925	1.409	10.923	-0.006	-0.006	-0.004
Si	61.183	4.126	10.879	-0.001	0.018	-0.001
Si	63.927	6.826	10.928	0.014	0.005	0.011
Si	61.186	9.55	10.881	-0.009	0.004	0.001
Si	63.929	12.278	10.929	0	-0.004	-0.004
Si	2.729	16.359	12.356	0.009	0.012	0.001
Si	5.467	2.758	12.394	-0.006	-0.014	-0.006
Si	2.746	5.469	12.326	-0.003	-0.006	-0.017
Si	5.505	8.184	12.368	-0.001	-0.001	-0.004
Si	2.75	10.912	12.322	0.014	0.006	-0.008
Si	5.478	13.632	12.381	-0.005	-0.001	-0.003
Si	8.21	16.353	12.428	-0.007	-0.021	0
Si	10.944	2.75	12.463	0.009	0	-0.007
Si	8.213	5.47	12.429	-0.013	-0.009	0
Si	10.943	8.194	12.467	-0.012	-0.006	0.002
Si	8.223	10.904	12.417	0.003	-0.012	0
Si	10.948	13.614	12.456	0.01	0.003	-0.004
Si	13.662	16.332	12.489	-0.008	0	0.002
Si	16.378	2.743	12.488	0.003	0.007	-0.002
Si	13.666	5.474	12.494	0.009	0.004	-0.004
Si	16.38	8.18	12.512	-0.003	-0.007	0.001
Si	13.665	10.9	12.494	-0.006	0.014	-0.004
Si	16.38	13.617	12.509	0.009	0.008	0
Si	19.084	16.328	12.485	-0.004	-0.017	0
Si	21.804	2.712	12.446	-0.008	-0.004	-0.003
Si	19.099	5.453	12.483	-0.003	0.014	-0.002
Si	21.804	8.171	12.448	0.006	-0.004	0.001
Si	19.094	10.882	12.505	-0.007	0	0.006
Si	21.794	13.595	12.444	-0.004	-0.003	-0.002
Si	24.503	16.31	12.383	-0.009	-0.021	-0.007
Si	27.237	2.715	12.314	0.01	0.003	0
Si	24.527	5.442	12.383	0.013	0.01	-0.005
Si	27.244	8.147	12.309	-0.003	0.003	0.003
Si	24.507	10.873	12.378	0.008	0.001	-0.002
Si	27.219	13.579	12.307	-0.002	0.002	-0.003
Si	29.947	16.305	12.24	0.006	0.003	-0.004
Si	32.694	2.678	12.189	-0.01	0.013	-0.004
Si	29.968	5.413	12.243	0.004	-0.008	-0.004
Si	32.686	8.105	12.196	-0.014	-0.015	0.003
Si	29.956	10.847	12.254	-0.001	-0.004	0.013
Si	32.678	13.566	12.181	0.003	0.003	-0.003
Si	35.401	16.275	12.154	0.003	0.007	0
Si	38.098	2.678	12.128	-0.001	-0.008	-0.001
Si	35.406	5.39	12.17	-0.008	0.005	0.006
Si	38.106	8.108	12.134	-0.003	0.02	-0.002
Si	35.4	10.834	12.141	0.012	0.002	-0.002
Si	38.113	13.55	12.122	-0.001	0.015	-0.005
Si	40.801	16.292	12.111	-0.002	-0.001	-0.003
Si	43.509	2.697	12.095	0	0.005	-0.006
Si	40.805	5.401	12.099	-0.002	0.012	-0.007
Si	43.486	8.14	12.086	0.009	-0.007	-0.003
Si	40.803	10.833	12.11	-0.011	0.014	-0.005
Si	43.485	13.582	12.094	-0.007	-0.011	-0.01
Si	46.197	16.315	12.086	-0.006	0.007	-0.009
Si	48.905	2.738	12.079	-0.012	-0.001	-0.004
Si	46.201	5.438	12.079	0.006	0.003	-0.002
Si	48.903	8.16	12.08	0.001	0.017	0
Si	46.19	10.873	12.063	0.019	0.006	-0.014
Si	48.899	13.603	12.069	0.008	-0.008	-0.013
Si	51.62	16.341	12.084	0.004	-0.01	-0.01
Si	54.356	2.746	12.117	0.006	0.001	-0.016
Si	51.631	5.452	12.102	-0.007	0.01	-0.002
Si	54.337	8.185	12.132	-0.006	-0.003	0.004
Si	51.602	10.892	12.09	-0.008	-0.005	-0.001
Si	54.325	13.626	12.114	-0.009	0.014	-0.007
Si	57.053	16.366	12.156	0.011	-0.003	-0.011
Si	59.79	2.775	12.199	-0.012	-0.005	-0.011
Si	57.075	5.47	12.166	0.006	-0.007	-0.005
Si	59.804	8.184	12.204	-0.004	-0.005	0.002
Si	57.059	10.91	12.162	-0.001	-0.005	-0.001
Si	59.785	13.651	12.208	0.01	0.007	0.009
Si	62.528	16.377	12.243	0.005	0.003	-0.004
Si	65.27	2.757	12.302	0.005	-0.01	-0.001
Si	62.531	5.473	12.254	-0.015	-0.015	-0.001
Si	65.283	8.187	12.286	-0.011	0.009	-0.004
Si	62.537	10.914	12.247	0.002	0	0.008
Si	65.275	13.646	12.293	0.003	0.016	0.008
Si	1.332	1.401	13.68	-0.016	-0.014	-0.004
Si	4.085	4.126	13.722	-0.007	0.004	0
Si	1.353	6.821	13.646	0.029	-0.016	-0.003
Si	4.121	9.561	13.673	-0.001	0.009	-0.006
Si	1.356	12.273	13.642	0.016	-0.002	-0.012
Si	4.091	14.99	13.712	-0.008	-0.009	-0.003
Si	6.825	1.396	13.759	-0.011	0.022	0.006
Si	9.58	4.119	13.804	0.003	-0.009	0
Si	6.849	6.84	13.768	0.003	0.002	0.007
Si	9.584	9.567	13.811	-0.002	0.015	-0.004
Si	6.845	12.275	13.744	-0.022	0.031	-0.002
Si	9.579	14.987	13.79	-0.002	0	-0.01
Si	12.298	1.382	13.837	-0.001	-0.004	0.003
Si	15.032	4.109	13.859	-0.005	-0.008	-0.004
Si	12.305	6.842	13.845	-0.007	0.008	-0.004
Si	15.023	9.547	13.879	-0.004	0.002	-0.007
Si	12.3	12.258	13.851	0.012	-0.001	-0.008
Si	15.012	14.967	13.881	0.019	-0.004	0.005
Si	17.732	1.373	13.857	-0.006	0.01	-0.012
Si	20.466	4.075	13.834	-0.002	-0.008	-0.001
Si	17.754	6.813	13.868	-0.003	-0.013	-0.001
Si	20.471	9.518	13.867	0.002	-0.006	0.003
Si	17.744	12.253	13.879	-0.005	0.005	-0.001
Si	20.448	14.95	13.83	0.002	0.006	-0.01
Si	23.171	1.341	13.794	0.016	-0.007	0.014
Si	25.911	4.083	13.716	-0.017	0.002	0.005
Si	23.192	6.805	13.777	0.003	-0.003	-0.005
Si	25.896	9.502	13.69	-0.003	-0.005	-0.014
Si	23.162	12.219	13.779	-0.001	0.008	-0.017
Si	25.869	14.927	13.699	0.018	0.018	-0.002
Si	28.623	1.358	13.633	-0.011	-0.002	0.011
Si	31.37	4.06	13.551	-0.004	-0.009	-0.012
Si	28.629	6.776	13.623	0.013	-0.002	-0.012
Si	31.335	9.457	13.565	0.019	0.005	-0.002
Si	28.613	12.223	13.627	-0.027	0.011	0
Si	31.337	14.939	13.549	-0.016	0.01	-0.006
Si	34.07	1.325	13.532	0.004	-0.006	0.003
Si	36.767	4.026	13.524	0.004	0.002	0
Si	34.067	6.749	13.54	0.004	-0.006	-0.002
Si	36.761	9.472	13.492	-0.02	0.011	-0.003
Si	34.065	12.203	13.502	-0.015	-0.001	-0.007
Si	36.775	14.91	13.489	0.014	-0.027	-0.002
Si	39.452	1.324	13.487	-0.017	0.01	0.003
Si	42.151	4.043	13.467	-0.003	-0.002	-0.001
Si	39.472	6.746	13.489	0.003	-0.013	-0.002
Si	42.139	9.473	13.487	-0.012	0.002	0.008
Si	39.46	12.18	13.481	0.016	-0.023	0
Si	42.141	14.933	13.476	-0.005	0.008	0.008
Si	44.852	1.343	13.466	0.009	-0.012	0.012
Si	47.553	4.09	13.45	0.012	-0.005	0.009
Si	44.829	6.781	13.444	-0.008	0.01	-0.007
Si	47.527	9.512	13.425	-0.013	-0.004	-0.001
Si	44.827	12.207	13.441	0.007	-0.005	-0.001
Si	47.533	14.94	13.439	0.013	0.007	0.01
Si	50.257	1.38	13.431	-0.004	0.016	0.001
Si	53.005	4.109	13.463	0.021	-0.029	-0.002
Si	50.255	6.799	13.448	0.021	-0.021	0.002
Si	52.946	9.533	13.462	-0.006	0.02	0.002
Si	50.237	12.248	13.439	-0.013	0.001	0.01
Si	52.969	14.993	13.452	-0.002	-0.012	0.008
Si	55.704	1.418	13.508	0.003	-0.001	0.006
Si	58.423	4.127	13.548	0.023	-0.002	-0.003
Si	55.699	6.833	13.497	0.009	0.004	-0.005
Si	58.412	9.543	13.52	0.015	0.013	-0.006
Si	55.671	12.268	13.483	0.003	0	0.004
Si	58.402	15.027	13.529	-0.022	0.016	0.007
Si	61.137	1.425	13.561	-0.006	0.001	-0.016
Si	63.866	4.109	13.624	0.003	0.019	-0.003
Si	61.149	6.833	13.584	0	0.019	-0.002
Si	63.888	9.542	13.607	0.019	-0.009	0.007
Si	61.143	12.289	13.56	-0.01	-0.014	0.004
Si	63.882	15.025	13.603	-0.015	-0.003	-0.008
Si	65.204	16.374	15.008	0.015	0.006	0.011
Si	2.677	2.772	15.04	0.007	-0.01	-0.001
Si	65.218	5.474	14.968	0.008	0.005	-0.003
Si	2.737	8.187	14.97	-0.009	0.002	-0.009
Si	65.249	10.904	14.951	-0.009	0.003	0.01
Si	2.689	13.629	15.027	-0.003	0.005	0.007
Si	5.453	16.334	15.085	-0.012	-0.01	0.013
Si	8.198	2.746	15.124	-0.013	-0.008	-0.002
Si	5.453	5.48	15.089	-0.011	-0.016	0.008
Si	8.214	8.201	15.139	0.008	0.001	-0.005
Si	5.454	10.918	15.065	0.003	-0.021	0.01
Si	8.224	13.605	15.122	-0.001	-0.006	0.002
Si	10.926	16.333	15.184	0.016	-0.008	-0.005
Si	13.663	2.743	15.204	0.01	-0.001	-0.005
Si	10.939	5.477	15.187	-0.002	-0.012	-0.002
Si	13.652	8.194	15.241	0.003	-0.015	0.002
Si	10.946	10.898	15.218	-0.011	-0.001	0.001
Si	13.65	13.591	15.251	-0.017	-0.002	0.003
Si	16.38	16.333	15.238	0.01	-0.007	0.006
Si	19.109	2.717	15.221	0.001	0.006	0.002
Si	16.407	5.448	15.241	0.001	-0.001	0.002
Si	19.121	8.155	15.252	-0.012	-0.009	0.005
Si	16.381	10.905	15.258	0.013	0.003	0.004
Si	19.135	13.589	15.243	0.006	0.011	0
Si	21.814	16.299	15.186	-0.002	-0.016	-0.006
Si	24.566	2.728	15.1	0.008	-0.003	-0.011
Si	21.866	5.434	15.164	-0.002	0.016	-0.007
Si	24.57	8.177	15.115	0.01	-0.002	0.001
Si	21.86	10.875	15.221	0.011	0.013	0.003
Si	24.525	13.583	15.112	0	0	0.002
Si	27.254	16.317	14.983	-0.024	-0.026	0.004
Si	30.024	2.746	14.931	0.034	0.017	0
Si	27.291	5.469	15.041	0.003	0.006	0.005
Si	30.021	8.097	14.971	-0.021	-0.006	0.018
Si	27.273	10.865	15.006	0.016	0.003	-0.001
Si	29.995	13.606	14.937	0.026	0	0.015
Si	32.72	16.286	14.884	-0.022	-0.014	0.008
Si	35.419	2.678	14.912	0.003	0.003	0.015
Si	32.744	5.384	14.921	-0.014	-0.004	0.013
Si	35.442	8.108	14.87	0.011	0.005	-0.001
Si	32.732	10.827	14.85	-0.003	0.005	0.001
Si	35.448	13.54	14.855	-0.002	0.017	0.015
Si	38.106	16.28	14.856	0.003	0	0
Si	40.815	2.675	14.845	-0.004	0.01	-0.004
Si	38.158	5.366	14.866	-0.003	0.006	-0.001
Si	40.799	8.105	14.877	-0.002	-0.005	0.005
Si	38.123	10.811	14.853	0	-0.001	-0.002
Si	40.795	13.553	14.835	-0.014	-0.008	-0.003
Si	43.496	16.297	14.833	0.003	0.007	-0.006
Si	46.198	2.731	14.81	-0.001	0	0
Si	43.478	5.429	14.823	0.017	0.002	-0.005
Si	46.166	8.161	14.792	0.005	-0.001	-0.002
Si	43.496	10.844	14.831	0.004	0.013	-0.005
Si	46.155	13.58	14.799	0.003	-0.004	-0.003
Si	48.893	16.323	14.764	-0.01	-0.012	-0.005
Si	51.617	2.751	14.777	-0.004	-0.002	-0.002
Si	48.898	5.451	14.822	-0.007	0.014	0.016
Si	51.605	8.146	14.816	-0.019	0.008	0.007
Si	48.86	10.882	14.78	0.017	0.012	0.006
Si	51.607	13.613	14.776	0.005	0.024	-0.002
Si	54.31	16.373	14.809	0.006	0.007	-0.012
Si	57.047	2.786	14.897	-0.002	-0.008	-0.004
Si	54.361	5.459	14.85	-0.019	0.008	0.002
Si	57.05	8.181	14.871	-0.005	0.002	0.01
Si	54.302	10.89	14.814	0.005	-0.001	0.011
Si	57.011	13.655	14.829	0.012	-0.001	0.002
Si	59.73	16.428	14.891	0.016	0.006	-0.005
Si	62.469	2.759	14.963	-0.021	-0.017	0.001
Si	59.775	5.474	14.924	-0.012	-0.007	-0.005
Si	62.506	8.184	14.949	-0.003	0	0.011
Si	59.76	10.909	14.869	-0.004	-0.012	0.007
Si	62.482	13.679	14.911	0.016	0.013	0.013
O	3.461	1.564	22.919	0.017	0.392	0.381
O	2.27	16.021	21.721	0.472	0.058	-0.261
O	5.315	2.815	21.65	0.205	0.178	0.015
O	6.129	4.504	25.547	-0.242	0.224	0.585
O	64.094	1.51	23.182	-0.057	0.399	-0.013
O	60.689	3.522	25.796	0.673	0.129	0.027
O	1.489	3.631	23.023	-0.273	-0.528	0.237
O	3.674	9.443	24.059	0.024	-0.189	0.044
O	2.279	11.478	25.099	-0.165	0.271	0.134
O	4.432	7.157	22.972	0.289	-0.107	0.289
O	5.681	15.196	25.406	0.191	-0.171	0.122
O	3.561	11.839	22.913	0.189	0.291	0.184
O	5.074	12.962	30.201	-0.03	0.333	0.153
O	5.286	13.615	22.16	-0.017	0.175	0.535
O	6.96	15.441	23.116	0.354	0.283	0.034
O	8.64	1.536	23.19	-0.027	-0.238	0.059
O	6.544	4.552	23.009	0.484	0.496	0.022
O	9.459	6.228	23.375	-0.497	-0.176	0.02
O	10.872	8.207	22.461	0.128	-0.052	0.165
O	13.728	7.685	28.699	-0.073	-0.158	-0.745
O	6.171	9.074	23.303	0.284	-0.084	0.534
O	7.95	10.817	22.432	-0.096	0.253	0.588
O	9.513	12.565	23.49	0.403	-0.109	0.319
O	8.761	10.164	28.101	0.154	0.342	0.405
O	11.339	16.324	24.969	-0.098	0.126	-0.607
O	12.118	14.455	23.34	0.044	-0.529	0.006
O	13.623	16.453	22.481	-0.158	-0.054	0.233
O	15.144	2.247	23.177	0.291	-0.034	0.233
O	10.753	2.732	22.311	-0.075	0.109	0.304
O	12.586	3.987	23.531	0.167	-0.065	0.027
O	14.879	4.964	22.847	-0.272	-0.138	0.007
O	15.917	7.235	23.51	0.156	-0.105	0.329
O	12.647	9.919	23.425	-0.134	-0.113	0.336
O	14.481	11.818	23.274	-0.161	0.164	0.126
O	16.293	13.529	22.419	0.065	0.116	0.611
O	19.986	16.474	23.376	-0.01	-0.348	0.079
O	20.762	14.87	27.316	-0.195	0.268	0.617
O	23.123	15.534	26.157	0.177	-0.072	0.173
O	17.244	3.792	23.163	0.53	-0.353	0.345
O	23.539	3.493	23.218	0.239	0.017	0.422
O	26.845	12.566	27.022	0.278	0.248	-0.414
O	17.474	9.298	23.345	0.07	0.217	0.21
O	19.199	10.853	22.327	-0.131	-0.15	0.486
O	20.945	12.479	23.323	-0.354	0.198	0.255
O	21.657	13.121	25.717	0.304	0.067	0.373
O	22.018	10.69	25.046	-0.029	-0.214	-0.446
O	23.282	15.152	23.535	-0.411	-0.217	0.119
O	26.655	1.57	23.071	0.571	0.405	0.002
O	27.065	1.453	28.191	-0.196	0.06	-0.109
O	19.183	5.312	22.289	-0.127	-0.119	0.054
O	24.874	5.427	22.188	0.002	0.008	0.217
O	26.882	6.858	23.085	0.132	0.458	0.078
O	27.413	6.737	28.807	-0.093	-0.207	-0.483
O	22.904	8.285	23.396	0.327	-0.046	0.344
O	25.793	10.184	27.511	0.453	0.025	0.321
O	26.113	12.358	23.246	0.483	0.289	0.478
O	33.033	11.125	29.577	0.422	0.222	-0.109
O	27.829	13.954	22.178	0.035	0.157	0.509
O	31.899	16.047	25.354	0.504	-0.151	0.041
O	31.861	1.069	23.035	0.714	0.062	0.173
O	28.479	4.701	23.343	0.156	-0.145	0.293
O	30.524	5.829	22.211	0.031	-0.092	0.177
O	39.982	12.559	24.842	0.013	-0.132	-0.153
O	29.633	7.015	27.492	0.47	-0.241	0.098
O	35.799	7.266	27.09	0.259	0.161	-0.202
O	33.154	4.917	25.018	-0.104	0.162	0.041
O	32.505	13.398	22.145	-0.143	-0.156	0.699
O	33.995	15.544	22.844	-0.417	0.128	0.251
O	37.789	2.687	25.196	0.384	0.413	-0.245
O	42.071	4.784	25.047	0.482	-0.505	-0.168
O	35.658	16.651	27.73	0.235	0.077	-0.117
O	35.483	5.359	22.252	-0.1	0.06	0.546
O	37.531	6.913	23.105	0.229	-0.056	0.236
O	40.694	10.806	22.205	-0.098	0.036	0.172
O	32.1	5.397	27.38	-0.548	-0.513	0.022
O	34.13	10.092	23.25	0.091	-0.16	0.351
O	36.391	11.275	22.81	0.471	-0.564	-0.037
O	38.04	13.252	22.024	0.185	0.036	0.145
O	39.207	15.156	23.147	-0.564	0.214	0.492
O	41.263	16.583	22.673	0.056	-0.157	-0.016
O	42.901	2.203	22.985	-0.118	0.215	0.127
O	44.759	15.428	31.526	0.135	0.114	-0.453
O	39.603	5.364	24.894	-0.508	-0.435	-0.026
O	43.604	8.001	30.51	0.345	-0.482	0.057
O	43.674	6.539	26.271	-0.337	0.594	-0.133
O	46.663	9.702	24.457	0.349	-0.176	-0.052
O	42.114	12.702	23.321	0.391	0.234	0.259
O	42.209	15.078	30.594	-0.089	-0.204	0.324
O	44.87	14.689	22.876	-0.555	-0.728	0.25
O	46.304	16.426	21.788	0.086	0.084	0.466
O	46.903	15.546	24.511	0.251	0.086	-0.511
O	49.402	2.541	25.188	-0.511	-0.068	0.562
O	35.978	8.692	29.936	-0.405	-0.013	-0.41
O	45.196	3.249	22.978	0.356	0.25	0.308
O	46.345	5.395	22.106	-0.282	-0.062	0.138
O	48.3	6.988	22.868	0.169	0.056	0.395
O	44.278	2.622	27.928	-0.435	0.275	0.058
O	47.02	11.805	22.882	0.15	-0.238	0.328
O	48.854	13.564	22.047	-0.064	-0.078	0.523
O	51.435	13.566	26.373	-0.42	-0.191	0.18
O	50.949	15.054	22.644	0.196	-0.157	0.059
O	51.881	4.213	29.425	-0.229	0.238	0.154
O	51.577	3.981	25.357	-0.221	0.253	-0.206
O	52.801	0.654	22.948	0.206	-0.221	0.552
O	49.723	3.731	22.843	-0.121	0.216	0.331
O	51.523	5.406	21.896	0.232	-0.157	0.536
O	53.011	16.33	28.269	0.198	0.301	-0.462
O	56.182	1.891	24.568	-0.4	-0.516	0.254
O	49.78	9.147	22.943	0.048	0.208	0.42
O	52.439	11.271	25.554	-0.317	0.145	-0.175
O	51.543	10.879	21.978	0.069	0.144	0.639
O	53.347	12.669	22.568	0.007	0.252	0.121
O	55.237	14.425	22.932	-0.104	0.087	0.438
O	56.807	16.264	21.943	0.007	0.091	0.2
O	59.716	1.119	26.88	-0.164	-0.126	0.47
O	56.069	4.192	23.369	0.485	0.535	0.075
O	54.272	2.682	22.146	-0.187	-0.068	0.536
O	60.311	7.171	24.755	0.239	0.38	-0.422
O	58.23	7.057	23.091	-0.407	-0.172	0.034
O	59.59	9.868	25.794	0.07	0.082	-0.24
O	57.006	11.016	21.81	0.128	-0.167	0.407
O	58.277	12.365	27.165	0.746	-0.265	-0.027
O	54.13	15.972	30.641	0.262	-0.46	0.147
O	60.837	12.999	24.782	0.254	-0.608	-0.164
O	60.1	14.677	22.919	-0.424	0.059	0.071
O	63.084	14.09	25.806	-0.076	0.471	0.086
O	64.282	15.369	23.642	-0.647	-0.045	-0.193
O	60.165	3.848	23.184	-0.282	-0.01	-0.227
O	62.568	4.73	23.159	0.36	-0.351	0.07
O	65.228	8.286	22.135	-0.066	-0.145	0.47
O	1.461	10.245	22.946	-0.317	0.163	0.442
O	60.011	8.713	22.093	-0.284	-0.151	0.325
O	63.779	12.75	23.064	-0.25	-0.125	0.482
O	0.227	13.57	24.96	0.489	0.125	-0.007
O	3.361	2.95	27.451	0.065	0.491	-0.345
O	5.616	3.113	28.812	0.043	0.116	0.089
O	5.132	7.696	25.406	0.154	-0.137	-0.05
O	5.152	8.946	27.699	-0.229	0.03	0.51
O	1.637	0.844	27.065	0.094	-0.23	0.351
O	2.657	5.561	21.917	-0.297	-0.052	0.145
O	4.082	3.981	23.995	-0.006	0.074	-0.299
O	2.698	12.435	27.601	-0.676	-0.065	0.482
O	3.043	8.732	30.128	0.074	-0.066	-0.85
O	3.287	14.995	28.59	-0.052	-0.001	-0.083
O	7.592	1.596	27.857	-0.481	-0.24	-0.162
O	7.274	0.752	30.711	-0.155	0.202	-0.15
O	7.766	0.417	25.266	0.451	-0.073	0.734
O	6.192	2.247	24.191	-0.244	-0.351	0.121
O	10.083	7.951	27.891	0.198	-0.71	0.095
O	12.205	4.38	32.02	-0.006	-0.067	-0.468
O	9.108	8.618	30.282	0.375	-0.204	0.058
O	9.41	9.346	25.731	-0.086	-0.038	-0.505
O	3.453	11.128	30.945	0.51	-0.28	-0.085
O	8.026	14.09	25.086	-0.06	-0.053	0.542
O	15.618	0.993	29.111	-0.241	0.009	0.628
O	15.54	5.312	27.419	0.284	0.283	-0.213
O	15.604	3.915	25.171	0.507	-0.174	0.209
O	58.315	13.695	24.83	-0.354	-0.065	-0.139
O	65.393	14.755	30.091	-0.467	-0.083	0.358
O	15.054	9.52	24.438	-0.081	-0.15	0.066
O	11.763	11.729	27.611	-0.523	0.169	-0.218
O	10.628	13.824	25.443	0.114	-0.021	0.661
O	12.353	14.168	28.439	-0.009	0.002	0.177
O	17.754	12.894	30.677	0	0.023	-0.595
O	17.052	1.996	27.17	-0.108	0.174	-0.488
O	22.004	3.601	25.3	-0.662	-0.157	0.167
O	22.835	15.116	28.811	-0.191	-0.577	0.159
O	22.972	1.255	24.532	-0.146	0.03	0.029
O	20.698	6.978	23.461	-0.387	0.014	0.285
O	19.476	12.546	27.14	-0.401	0.049	0.231
O	33.956	9.405	27.601	0.206	0.117	-0.046
O	22.64	6.17	25.099	0.454	0.053	0.093
O	31.653	9.547	31.124	0.091	-0.435	0.377
O	27	15.067	27.841	0.049	0.08	-0.411
O	25.205	11.27	25.355	-0.351	0.096	0.489
O	25.294	16.343	24.844	0.187	-0.48	0.221
O	25.611	2.541	25.282	-0.1	-0.047	0.216
O	27.164	5.873	32.988	0.183	0.012	-0.581
O	29.85	15.998	22.131	0.118	0.087	0.439
O	24.275	4.535	26.346	-0.031	-0.1	0.506
O	1.183	10.467	29.593	0.161	0.644	-0.294
O	25.809	10.683	31.217	0.072	0.32	0.37
O	30.492	11.339	22.172	-0.196	0.048	0.545
O	27.699	10.613	29.391	-0.438	-0.313	-0.397
O	28.866	9.826	23.406	-0.565	-0.302	0.397
O	9.027	15.15	30.503	0.245	-0.35	0.4
O	24.57	10.249	22.947	0.439	-0.096	0.212
O	58.542	15.012	27.054	0.129	0.05	0.824
O	51.649	1.714	26.592	0.576	-0.106	-0.246
O	31.13	0.634	29.973	-0.189	-0.147	-0.063
O	35.432	16.291	30.3	0.394	0.122	-0.017
O	28.841	4.256	31.872	-0.11	-0.425	-0.042
O	46.871	4.021	29.863	0.164	0.622	-0.549
O	33.746	10.778	32.136	0.216	0.425	-0.017
O	39.501	7.847	24.884	0.404	0.421	-0.141
O	34.835	12.636	24.361	-0.397	0.25	0.055
O	35.653	14.452	26.267	-0.16	-0.265	0.654
O	40.606	11.056	30.111	-0.378	0.342	-0.224
O	6.456	15.602	32.666	-0.168	-0.154	0.053
O	36.147	0.889	22.823	-0.114	0.182	-0.015
O	33.412	3.655	22.757	-0.398	-0.25	-0.01
O	38.686	9.229	22.866	-0.44	0.116	0.434
O	46.555	13.978	32.707	0.092	-0.026	-0.482
O	38.969	12.723	27.296	0.149	-0.271	0.179
O	43.186	10.429	29.931	-0.263	-0.19	-0.443
O	56.705	3.646	28.965	0.292	-0.048	-0.013
O	17.052	8.404	25.721	-0.095	-0.232	0.156
O	39.727	0.815	24.794	0.253	0.48	-0.15
O	2.166	2.694	25.27	-0.567	-0.018	0.143
O	44.226	2.882	25.336	-0.31	0.137	0.111
O	26.695	3.892	27.219	0.036	0.51	0.483
O	44.778	10.351	22.951	-0.44	0.021	0.381
O	45.518	4.746	26.671	0.139	-0.021	0.028
O	9.332	8.682	32.834	-0.064	0.126	0.392
O	32.173	11.426	27.057	0.45	-0.054	-0.034
O	45.667	7.036	28.002	-0.037	-0.342	0.343
O	50.659	6.973	24.16	-0.067	-0.635	-0.028
O	44.499	12.955	27.316	0.255	-0.362	0.597
O	20.74	0.598	30.165	-0.529	-0.38	0.117
O	39.996	1.899	31.208	0.132	-0.119	-0.249
O	14.625	2.878	27.408	-0.679	-0.214	0.143
O	45.439	12.042	24.97	-0.182	-0.011	-0.066
O	50.34	1.177	23.219	-0.022	-0.202	0.013
O	49.468	3.502	30.116	0.079	0.509	0.277
O	24.88	7.351	32.556	-0.091	0.508	-0.061
O	50.54	12.559	30.641	0.163	-0.017	-0.5
O	52.418	14.201	29.77	-0.303	-0.252	-0.525
O	60.025	3.279	30.374	-0.415	-0.132	0.114
O	53.027	7.226	22.925	0.54	0.26	0.029
O	44.174	4.696	29.819	0.164	0.476	0.039
O	36.396	11.234	29.696	-0.434	0.017	-0.202
O	52.386	8.731	24.921	-0.493	0.228	-0.012
O	58.089	10.622	29.262	-0.204	0.18	0.617
O	8.691	15.495	27.908	-0.222	-0.199	-0.794
O	11.932	9.286	26.567	0.155	-0.319	-0.311
O	54.2	5.69	29.443	0.627	-0.142	0.03
O	42.506	14.761	27.916	0.309	0.423	-0.405
O	55.189	9.584	22.919	-0.202	-0.564	0.048
O	54.687	9.904	25.49	0.441	-0.043	0.234
O	52.843	9.334	27.372	0.25	0.12	0.035
O	57.92	7.809	25.581	-0.207	-0.217	0.045
O	55.429	11.997	24.051	0.254	0.147	0.105
O	53.808	12.664	27.228	-0.146	-0.197	0.511
O	53.573	13.668	24.879	-0.059	0.599	-0.139
O	58.369	1.649	22.834	0.244	0.381	0.009
O	19.861	7.131	30.003	-0.244	0.259	0.261
O	58.713	8.031	28.495	-0.076	-0.064	-0.141
O	51.508	15.838	25.009	0.272	0.119	0.261
O	29.684	16.162	26.702	-0.6	-0.26	0.511
O	64.43	11.923	26.571	0.494	-0.404	-0.435
O	59.293	5.816	29.829	-0.574	0.309	0.379
O	38.184	2.523	22.179	-0.064	-0.17	0.374
O	59.08	12.304	22.799	0.179	-0.441	0.276
O	35.709	10.551	25.378	-0.137	-0.192	0.485
O	62.132	16.32	22.154	0.049	0.137	0.448
O	60.584	0.71	30.078	-0.197	-0.138	-0.25
O	64.6	0.796	25.735	-0.314	-0.146	0.121
O	0.5	5.283	26.907	-0.021	0.077	-0.018
O	61.738	5.192	29.881	-0.062	0.196	-0.38
O	64.562	9.053	30.46	0.323	0.535	0.325
O	9.603	1.086	29.433	0.407	0.284	0.014
O	62.542	2.342	30.396	0.297	-0.212	-0.469
O	0.78	13.87	22.431	0.472	-0.235	0.139
O	4.479	11.037	26.379	0.325	0.416	-0.635
O	2.953	6.159	30.145	0.038	0.219	-0.436
O	34.162	4.308	28.508	-0.085	-0.469	-0.053
O	46.111	7.163	25.446	-0.16	-0.363	-0.287
O	2.081	5.366	24.871	0.337	0.293	-0.156
O	42.364	12.389	28.713	-0.015	-0.232	-0.183
O	2.192	9.786	26.99	-0.175	0.102	0.11
O	6.127	11.256	28.496	0.28	-0.328	0.424
O	62.979	14.668	29.019	-0.027	0.264	0.432
O	2.382	13.396	30.425	-0.32	-0.267	-0.247
O	2.358	16.041	30.715	-0.144	0.515	0.496
O	5.114	1.47	32.126	0.064	0.136	-0.299
O	5.007	15.704	30.519	0.086	-0.535	0.081
O	8.344	3.108	25.305	0.322	0.065	-0.04
O	12.078	2.407	25.655	-0.077	-0.188	-0.045
O	10.729	4.63	25.172	-0.166	-0.216	0.313
O	7.69	4.208	27.614	0.339	0.242	0.239
O	29.487	8.305	29.798	-0.016	-0.029	0.344
O	64.196	9.891	28.063	0.137	-0.367	-0.341
O	56.205	13.803	26.525	-0.242	0.046	-0.195
O	10.045	1.279	26.872	-0.041	0.447	0.034
O	8.995	11.912	26.061	0.298	0.093	0.469
O	13.266	4.685	26.012	0.042	0.329	0.067
O	46.883	13.761	26.424	0.307	-0.219	0.692
O	17.107	5.581	33.114	-0.16	0.062	-0.308
O	45.513	9.349	29.319	0.155	0.338	-0.213
O	7.49	7.862	28.488	-0.377	-0.085	-0.13
O	12.052	10.622	32.239	-0.271	-0.184	-0.278
O	14.711	5.569	29.884	-0.037	-0.195	0.451
O	40.356	3.934	22.948	0.029	-0.112	0.328
O	21.982	4.998	27.476	0.244	0.348	0.111
O	36.746	7.019	31.824	0.305	-0.12	-0.736
O	28.406	6.651	25.188	0.014	0.019	0.42
O	16.343	3.577	29.234	0.429	-0.076	0.302
O	19.213	0.97	28.118	-0.032	-0.22	0.478
O	26.381	5.033	24.887	-0.186	0.084	-0.19
O	14.886	9.389	30.349	0.257	0.723	0.243
O	15.607	13.291	32.114	-0.108	-0.466	-0.3
O	18.511	0.462	25.587	-0.065	0.393	-0.245
O	20.806	10.289	27.426	-0.088	0.04	0.361
O	25.04	7.902	28.335	-0.018	-0.244	-0.474
O	41.715	3.549	29.974	-0.175	-0.44	-0.275
O	48.561	8.168	25.168	0.253	-0.103	0.548
O	20.017	12.507	31.95	0.275	0.164	-0.163
O	24.959	16.52	28.724	-0.052	0.393	-0.366
O	21.8	0.899	27.706	0.5	0.283	-0.378
O	26.492	1.357	32.183	-0.3	0.019	-0.598
O	41.274	14.883	24.685	0.553	0.094	0.228
O	1.339	14.457	32.484	-0.3	-0.61	0.169
O	29.96	8.365	33.016	0.084	-0.19	-0.118
O	19.147	3.508	33.126	0.174	-0.131	-0.34
O	23.871	12.287	30.875	-0.692	0.26	0.301
O	23.949	10.063	29.408	-0.637	0.166	-0.217
O	23.272	9.401	26.998	0.276	-0.223	-0.181
O	27.714	10.492	25.658	0.092	-0.149	-0.054
O	25.13	6.225	30.271	0.297	-0.389	-0.096
O	42.26	12.867	26.038	0.15	-0.457	-0.137
O	30.872	13.702	26.355	-0.087	-0.171	-0.023
O	30.474	3.232	30.078	0.444	0.103	-0.109
O	33.502	1.103	28.95	-0.17	0.597	-0.245
O	30.085	13.937	32.966	-0.25	0.101	-0.561
O	60.887	13.291	29.942	0.164	-0.029	-0.103
O	62.428	6.041	25.547	0.354	-0.428	0.548
O	34.914	16.618	25.071	-0.433	0.485	0.125
O	47.893	1.87	22.939	-0.228	0.073	0.48
O	29.581	11.631	27.561	-0.253	-0.035	-0.262
O	59.849	12.462	32.186	0.263	-0.355	-0.25
O	56.413	3.96	26.252	-0.119	0.244	0.069
O	32.894	16.61	33.018	0.115	-0.114	-0.23
O	58.699	5.247	24.939	-0.21	0.046	0.242
O	35.225	13.637	29.94	-0.121	-0.027	-0.653
O	58.161	13.432	30.378	-0.312	-0.367	-0.666
O	3.947	0.779	25.959	0.526	0.12	0.044
O	23.228	0.904	30.544	0.655	0.519	0.024
O	9.788	4.88	30.756	-0.011	-0.031	-0.44
O	35.465	8.994	32.6	0.181	0.221	0.089
O	0.811	8.146	28.378	-0.129	-0.532	0.289
O	25.72	13.24	29.281	-0.174	-0.394	-0.15
O	47.96	1.792	28.885	0.285	-0.056	-0.228
O	39.18	15.844	31.923	-0.075	-0.243	-0.433
O	32.63	7.994	22.316	0.063	0.005	0.46
O	65.318	11.672	33.144	-0.151	-0.196	-0.601
O	37.105	8.555	25.033	-0.166	-0.093	0.019
O	41.482	6.306	23.026	-0.285	0.223	0.252
O	50.903	14.974	31.782	0.145	0.063	-0.281
O	57.612	13.374	32.996	-0.326	-0.012	0.419
O	14.647	15.205	27.869	0.088	-0.171	-0.134
O	42.419	12.359	31.515	0.116	0.113	-0.086
O	38.286	0.727	29.702	-0.406	0.108	-0.174
O	38.58	15.251	27.846	-0.436	0.017	-0.242
O	46.771	9.179	26.963	0.242	0.672	0.124
O	40.711	16.49	28.797	0.378	0.568	-0.244
O	47.837	8.186	29.072	0.103	-0.307	0.038
O	61.244	2.587	28.191	0.658	0.012	-0.175
O	45.076	2.314	30.416	0.112	-0.353	0.508
O	52.301	7.324	29.102	-0.295	-0.29	-0.03
O	17.592	15.096	32.17	0.59	0.182	-0.515
O	57.204	10.11	24.502	0.525	-0.045	-0.437
O	28.901	1.433	31.081	0.08	0.081	-0.047
O	13.417	7.435	31.275	-0.493	0.136	0.197
O	43.715	5.841	32.972	0.016	0.172	-0.591
O	40.32	13.961	29.247	-0.007	-0.272	0.215
O	6.95	10.257	26.201	-0.27	0.118	-0.667
O	47.744	16.283	26.923	0.516	0.022	-0.008
O	47.75	2.167	31.574	-0.393	0.108	-0.182
O	43.424	0.628	29.642	-0.328	0.169	-0.081
O	56.629	15.308	31.851	-0.109	0.333	-0.3
O	16.188	0.802	33.129	0.183	-0.147	-0.454
O	64.273	7.152	32.225	0.14	-0.636	-0.029
O	7.322	5.73	29.948	-0.177	0.284	-0.282
O	17.183	15.739	27.684	0.327	-0.48	0.029
O	54.26	10.964	30.601	-0.259	0.31	-0.462
O	62.416	3.332	32.859	0.371	-0.596	0.358
O	50.858	8.118	32.788	0.347	-0.268	-0.011
O	49.199	14.661	25.537	0.073	-0.242	-0.213
O	29.594	5.722	29.81	0.464	0.26	0.381
O	56.01	12.003	28.394	-0.048	-0.149	0.612
O	49.07	10.343	30.018	0.042	0.114	-0.307
O	23.496	5.145	32.188	-0.12	-0.063	-0.515
O	29.018	2.507	27.083	0.665	0.199	-0.052
O	52.966	6.15	25.297	0.295	0.106	0.196
O	28.331	13.135	29.169	0.398	0.349	0.337
O	62.094	8.184	30.969	-0.138	-0.042	-0.214
O	56.485	10.419	31.968	0.538	0.014	-0.373
O	60.727	15.438	25.622	0.181	0.466	-0.071
O	54.599	11.609	33.107	0.194	-0.347	0.689
O	58.778	3.432	27.577	0.037	-0.059	0.449
O	65.125	14.272	27.504	0.464	0.053	0.011
O	60.101	7.509	32.535	0.104	-0.524	-0.367
O	13.061	14.541	25.88	0.414	-0.398	-0.152
O	63.955	4.431	31.044	0.595	0.227	0.367
O	58.493	2.765	24.997	-0.122	0.148	0.563
O	63.796	4.508	28.407	-0.543	0.109	-0.347
O	63.835	6.719	29.714	0.19	0.174	-0.472
O	61.143	13.566	27.401	-0.401	-0.248	0.122
O	54.868	14.467	28.702	0.398	0.32	-0.096
O	40.949	8.468	29.902	-0.104	-0.157	-0.274
O	64.638	16.657	28.355	-0.102	0.397	0.2
O	1.19	0.478	23.972	-0.101	0.146	0.071
O	21.397	5.076	30.072	0.505	-0.504	0.468
O	24.45	14.904	30.81	0.233	0.298	0.455
O	14.152	2.858	33.083	-0.07	0.011	-0.529
O	3.224	3.045	33.078	0.122	0.069	-0.404
O	1.673	4.668	31.864	-0.426	0.157	0.057
O	13.403	11.199	25.598	-0.073	0.611	-0.039
O	62.606	8.341	0.211	-0.023	-0.025	-0.329
O	34.635	14.754	32.263	0.51	-0.276	-0.151
O	3.87	7.542	32.257	-0.566	0.506	-0.138
O	1.609	9.779	32.129	-0.313	-0.553	0.079
O	33.068	15.14	30.183	-0.231	-0.467	0.273
O	38.405	10.661	25.798	0.49	-0.347	0.101
O	63.326	13.864	33.094	-0.141	-0.06	-0.322
O	19.444	14.393	25.119	0.009	-0.387	-0.225
O	50.597	5.576	31.983	-0.07	0.013	-0.611
O	9.506	1.14	32.049	-0.146	0.249	-0.139
O	7.683	4.349	32.212	0.091	-0.57	0.19
O	37.362	16.452	25.726	0.318	-0.228	-0.025
O	5.804	5.94	33.07	-0.131	0.111	-0.583
O	62.124	10.793	22.13	-0.005	-0.008	0.373
O	11.758	12.221	30.188	0.331	-0.262	0.078
O	59.643	9.159	30.64	-0.617	0.033	0.112
O	5.703	11.468	33.203	-0.225	0.143	-0.106
O	8.525	14.103	33.282	0.035	0.115	-0.263
O	10.716	12.879	32.526	0.418	0.441	-0.28
O	57.71	2.953	32.885	0.162	0.136	-0.503
O	7.975	3.217	29.935	0.366	-0.605	0.098
O	18.173	10.257	27.379	-0.281	0.228	-0.302
O	46.519	2.305	26.679	0.506	0.154	-0.344
O	61.009	10.049	32.572	0.073	0.454	-0.193
O	12.446	16.614	27.326	-0.092	0.145	0.559
O	15.853	7.564	32.054	0.57	-0.111	-0.276
O	14.133	9.298	32.961	0.287	-0.329	0.112
O	9.657	10.906	31.277	-0.181	0.276	-0.46
O	41.96	6.11	29.814	-0.446	-0.116	0.08
O	11.526	16.432	33.198	0	-0.155	-0.243
O	13.582	14.497	33.213	0.086	-0.108	-0.393
O	44.76	0.721	24.086	0.144	0.098	-0.028
O	50.315	8.886	28.2	-0.306	-0.085	-0.427
O	21.225	1.967	32.242	0.391	0.084	-0.258
O	64.773	5.688	24.509	0.375	-0.415	-0.452
O	9.908	13.303	28.732	-0.221	-0.391	0.02
O	19.509	5.251	28.237	-0.441	-0.313	-0.466
O	20.752	6.419	32.365	-0.139	-0.361	-0.039
O	19.417	8.567	33.087	0.174	0.064	-0.377
O	48.171	12.194	31.735	-0.372	0.139	-0.534
O	18.225	10.57	31.926	-0.416	-0.181	-0.338
O	8.487	5.765	25.715	-0.155	0.51	0.54
O	3.869	1.193	29.152	0.034	-0.081	-0.228
O	51.091	1.654	29.103	-0.109	-0.238	0.764
O	22.206	15.854	32.418	-0.156	-0.096	-0.045
O	32.437	5.448	30.091	-0.366	-0.302	-0.027
O	33.781	6.966	28.595	-0.218	0.303	0.425
O	53.344	4.471	27.292	0.079	-0.12	-0.081
O	20.753	2.967	28.799	0.027	0.067	0.041
O	23.473	9.833	31.972	-0.154	-0.327	-0.276
O	59.692	1.145	32.486	0.155	0.048	-0.012
O	21.864	11.266	33.252	0.137	-0.06	-0.324
O	55.885	1.698	30.697	0.543	-0.437	0.124
O	29.782	8.85	25.651	0.559	-0.023	0.211
O	33.389	7.322	26.047	0.055	0.17	-0.571
O	24.718	3.07	33.087	0.094	-0.126	-0.394
O	65.286	2.737	27.448	-0.329	0.066	-0.346
O	53.125	9.163	32.285	-0.137	0.51	0.216
O	12.007	5.887	29.913	-0.216	0.091	-0.363
O	30.075	10.999	29.957	0.214	0.302	0.238
O	31.914	15.514	27.919	0.3	-0.444	0.001
O	31.771	6.64	32.225	0.027	-0.289	-0.149
O	30.223	11.383	25.157	0.369	0.149	-0.534
O	24.371	14.168	33.342	-0.006	-0.061	-0.185
O	26.15	13.183	31.928	0.441	-0.186	-0.208
O	28.171	15.653	32.45	-0.364	-0.237	-0.342
O	27.085	16.072	30.194	-0.117	-0.504	0.044
O	31.166	2.052	32.252	0.191	0.191	-0.28
O	37.41	12.918	25.142	-0.075	-0.11	-0.453
O	37.46	1.505	32.061	-0.359	0.228	-0.342
O	35.553	3.087	32.95	-0.233	-0.213	-0.379
O	3.285	14.466	26.117	-0.604	-0.401	-0.489
O	33.714	4.812	32.234	-0.248	0.009	-0.252
O	34.15	7.205	31.239	-0.316	0.235	0.071
O	41.049	6.625	26.666	0.088	0.57	0.219
O	54.157	3.715	24.981	-0.147	-0.234	-0.272
O	50.105	3.551	27.553	-0.382	0.437	-0.179
O	41.897	3.044	32.544	0.168	0.575	0.038
O	37.823	13.393	29.598	0.234	0.097	-0.003
O	54.272	3.191	29.474	-0.133	-0.493	-0.022
O	21.172	2.443	23.053	-0.101	0.236	0.223
O	39.918	4.433	31.838	-0.269	0.269	-0.55
O	38.367	5.82	33.258	0.026	0.044	-0.24
O	31.715	12.212	31.82	-0.276	0.412	-0.66
O	35.776	2.474	29.369	0.149	0.112	0.625
O	41.732	7.375	32.16	-0.796	0.363	-0.079
O	39.742	9.399	31.976	-0.095	-0.223	-0.015
O	36.641	12.785	31.879	-0.003	0.242	-0.063
O	38.277	11.237	33.013	-0.02	-0.053	-0.001
O	57.205	9.966	27.017	-0.384	-0.376	0.047
O	27.736	0.944	25.351	-0.055	-0.484	0.216
O	53.327	6.668	31.705	-0.031	-0.473	-0.041
O	42.975	0.696	32.307	0.098	-0.256	0.117
O	28.206	9.998	31.964	0.195	0.525	-0.121
O	45.559	4.278	32.075	0.192	-0.265	-0.137
O	48.456	6.873	32.406	-0.346	-0.266	-0.206
O	46.57	8.514	32.986	0.181	-0.071	-0.583
O	44.869	10.02	31.82	-0.333	0.419	-0.289
O	35.822	2.994	26.904	0.058	-0.634	-0.097
O	40.853	14.017	32.829	-0.06	0.086	-0.077
O	63.153	7.167	23.135	-0.621	0.587	0.413
O	42.507	4.683	27.708	0.147	-0.329	-0.212
O	52.648	13.096	32.169	0.283	-0.143	-0.234
O	49.331	0.464	32.757	0.046	-0.091	-0.178
O	3.538	15.511	23.881	-0.086	-0.299	-0.416
O	51.924	3.464	32.936	-0.116	0.065	-0.157
O	58.257	16.472	24.965	-0.052	-0.332	-0.484
O	23.494	12.457	23.827	0.032	0.489	-0.194
O	52.125	9.772	29.865	-0.286	0.345	-0.044
O	36.843	9.662	27.605	-0.09	-0.205	-0.034
O	0.996	7.588	25.806	-0.045	0.149	-0.15
O	50.106	10.614	32.367	-0.083	0.247	-0.114
O	1.021	4.454	29.298	0.158	0.127	0.127
O	60.271	6.222	27.301	0.346	-0.339	0.064
O	55.76	12.936	31.155	-0.38	0.195	-0.298
O	55.049	0.527	32.968	-0.474	0.119	0.199
O	59.629	15.022	31.529	-0.169	0.239	0.181
O	49.916	7.752	30.451	0.101	-0.141	-0.218
O	60.49	5.02	32.211	-0.108	0.163	0.177
O	16.137	14.841	29.991	-0.386	-0.039	0.149
O	30.264	1.73	24.98	-0.153	0.499	-0.307
O	57.781	8.553	33.09	-0.121	-0.04	-0.421
O	55.944	4.208	31.496	-0.009	0.441	-0.173
O	17.303	6.049	29.388	0.023	0.396	0.393
O	18.502	7.71	27.812	0.462	-0.019	-0.419
O	36.654	5.011	28.329	0.091	0.228	0.424
O	61.888	15.942	32.171	0.572	0.314	-0.462
O	17.685	15.377	23.474	-0.299	-0.009	0.4
O	7.326	9.912	31.957	-0.282	0.243	-0.347
O	62.87	12.068	28.713	0.034	-0.145	0.438
O	62.112	10.797	26.524	0.063	0.33	-0.171
O	64.474	2.014	32.084	0.358	-0.066	-0.604
O	3.36	3.609	30.052	0.324	-0.086	0.281
O	19.419	11.273	29.54	0.034	-0.244	0.238
O	38.489	9.554	29.645	-0.096	0.035	0.045
O	44.656	14.628	25.384	-0.533	0.028	0.17
O	38.393	6.593	27.004	0.039	0.119	0.335
O	7.383	13.536	29.14	0.084	0.158	-0.085
O	24.807	16.461	22.007	0.162	-0.101	-0.037
O	13.895	10.238	28.023	0.309	0.297	0.325
O	36.242	14.753	23.739	0.446	-0.087	-0.309
O	43.409	8.117	22.279	0.009	-0.067	0.259
O	3.959	13.278	32.497	-0.419	0.285	0.019
O	21.331	8.334	25.622	-0.43	-0.238	0.414
O	0.543	16.695	33.349	0.134	-0.016	-0.454
O	54.389	8.384	30.126	0.806	0.086	-0.614
O	10.789	7.169	25.469	0.39	-0.068	-0.136
O	36.698	5.128	25.709	-0.035	0.171	-0.363
O	31.007	6.522	25.292	0.194	0.069	-0.461
O	38.993	1.479	27.239	-0.138	0.364	0.311
O	61.636	8.326	26.653	0.447	0.099	-0.011
O	22.668	7.191	30.831	-0.101	0.612	-0.425
O	5.171	13.511	27.674	0.389	0.322	-0.333
O	45.736	0.542	28.476	0.026	-0.611	0.327
O	35.264	3.338	24.438	0.292	-0.14	-0.427
O	26.617	8.419	30.471	0.244	-0.306	0.197
O	28.03	3.649	29.37	-0.46	-0.042	0.268
O	5.572	6.377	27.768	-0.324	-0.329	-0.009
O	16.095	8.792	28.108	-0.036	-0.215	0.273
O	5.349	7.378	30.137	0.075	0.147	0.136
O	53.43	1.919	31.733	-0.18	0.323	-0.631
O	31.501	9.305	28.499	-0.235	-0.679	-0.384
O	57.683	5.755	27.742	-0.393	0.358	-0.227
O	60.413	10.002	28.282	0.21	0.214	0.283
O	10.873	6.584	32.36	0.405	0.071	-0.165
O	50.6	15.822	27.47	-0.313	-0.142	0.286
O	32.85	2.303	25.027	0.321	-0.254	0.481
O	3.161	7.339	27.212	-0.026	-0.493	0.222

Results
total energy: -406600.305 eV
total energy less fixed offsets of O -438.35, Si -107.03 eV per atom: 12.495 eV
